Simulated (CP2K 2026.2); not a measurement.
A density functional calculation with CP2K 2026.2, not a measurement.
Periodic cell of 2016 atoms, Si1440O576, from a study of silicon, its oxide and their interface. The atomic structure is a simulated model.
Doubt: the forces sum to 1.45 eV/angstrom along one axis rather than to zero, so they err by at least 0.0007 eV/angstrom per atom on average; the grid cutoff is modest.

Settings: functional PBE; method Gaussian and plane waves; basis set DZVP-MOLOPT-SR-GTH; pseudopotentials GTH-PBE; grid cutoff 350 Ry, relative cutoff 50 Ry; k points Gamma only; occupations fixed; spin none; net charge 0.

Cell vectors (angstrom)
a 65.28 0 0
b 0 16.32 0
c -0.3912 0.8137 33.4248

Atoms and the computed forces on them: element, x, y, z (angstrom), force x, y, z (eV/angstrom)
Si 0.73 16.091 33.276 0.163 -0.136 0.717
Si 3.551 2.556 33.395 0.005 -0.211 0.724
Si 1.315 4.738 33.25 -0.212 0.098 0.67
Si 3.621 7.862 33.23 0.145 -0.175 0.726
Si 1.308 10.023 33.234 -0.072 0.134 0.706
Si 4.036 12.866 33.346 -0.258 0.119 0.712
Si 6.624 15.599 33.369 -0.123 0.184 0.67
Si 8.919 2.406 33.392 0.215 -0.127 0.684
Si 7.134 3.826 0.045 -0.065 0.144 0.768
Si 9.877 6.523 0.032 -0.032 0.1 0.751
Si 6.673 9.863 0.081 0.068 -0.148 0.739
Si 9.317 12.641 0.096 0.038 -0.142 0.706
Si 12.494 14.642 0.224 -0.003 0.174 0.691
Si 15.301 1.208 0.165 -0.273 0.036 0.733
Si 11.739 5.158 33.374 0.126 -0.196 0.687
Si 14.925 7.123 0.331 -0.059 -0.245 0.71
Si 12.712 9.293 0.033 -0.29 0.122 0.676
Si 14.798 12.56 0.067 0.133 -0.209 0.749
Si 17.029 16.055 33.396 0.28 -0.142 0.73
Si 20.19 1.728 0.044 0.069 -0.19 0.706
Si 17.851 3.796 0.087 -0.084 0.204 0.811
Si 19.419 7.94 33.36 0.39 -0.259 0.615
Si 17.633 9.334 0.483 0.086 0.224 0.64
Si 20.597 12.066 0.067 -0.273 0.145 0.737
Si 22.787 15.528 33.369 -0.049 0.2 0.691
Si 25.524 1.742 0.025 0.115 -0.223 0.684
Si 23.386 4.066 0.086 -0.3 0.105 0.645
Si 25.778 6.696 0.298 0.277 -0.078 0.61
Si 22.323 10.536 33.412 0.302 -0.259 0.694
Si 24.987 13.245 33.236 0.235 -0.211 0.743
Si 28.57 14.673 0.045 -0.057 0.179 0.602
Si 30.642 2.377 33.401 0.282 -0.254 0.737
Si 28.796 3.809 0.092 -0.22 0.3 0.762
Si 31.634 6.364 0.012 -0.175 0.367 0.775
Si 28.624 9.415 0.088 0.002 -0.014 0.718
Si 30.485 13.324 33.394 0.194 -0.111 0.764
Si 33.906 15.408 33.387 -0.165 0.172 0.678
Si 37.007 1.12 0.176 -0.233 0.118 0.772
Si 33.996 4.294 0.107 0.037 -0.323 0.704
Si 36.578 6.833 0.084 0.278 -0.078 0.701
Si 34.164 10.101 33.293 -0.378 0.169 0.682
Si 36.711 12.577 0.27 0.01 -0.142 0.669
Si 39.161 15.21 0.303 0.21 -0.049 0.784
Si 42.088 1.576 0.179 0.178 -0.134 0.769
Si 39.761 3.671 0.182 -0.113 0.228 0.799
Si 42.121 6.84 0.479 0.012 -0.022 0.482
Si 39.95 9.011 0.158 -0.076 0.021 0.684
Si 42.65 11.763 0.177 -0.114 0.007 0.725
Si 45.035 14.681 0.047 -0.13 0.203 0.748
Si 47.809 1.099 0.247 -0.025 -0.004 0.695
Si 44.021 5.607 33.422 0.068 -0.23 0.779
Si 46.952 7.435 0.347 0.065 0.046 0.745
Si 44.794 9.608 0.597 -0.03 0.017 0.471
Si 47.185 12.517 0.397 0.081 0.086 0.662
Si 50.031 15.271 0.1 0.001 -0.163 0.679
Si 52.595 1.656 0.049 0.263 -0.105 0.711
Si 50.415 3.93 0.121 -0.136 0.152 0.707
Si 52.655 7.087 0.147 0.026 -0.05 0.675
Si 50.406 9.276 0.034 -0.099 0.221 0.742
Si 52.82 12.762 33.318 -0.165 0.151 0.795
Si 55.638 15.49 33.206 -0.23 0.106 0.748
Si 57.82 2.175 33.29 0.275 -0.068 0.657
Si 55.697 4.509 33.393 -0.155 0.057 0.734
Si 58.288 7.289 33.343 -0.065 0.16 0.767
Si 55.008 10.51 33.301 0.238 -0.057 0.727
Si 57.872 13.262 33.272 0.104 -0.184 0.709
Si 61.083 15.692 33.398 -0.204 -0.005 0.675
Si 64.135 1.088 0.002 0.04 0.192 0.696
Si 60.495 5.077 33.235 0.226 -0.123 0.741
Si 63.357 7.87 33.228 0.106 -0.246 0.657
Si 61.454 9.168 0.032 -0.006 0.077 0.745
Si 63.156 13.334 33.29 0.211 -0.074 0.703
Si 2.741 0.081 1.167 -0.005 0.005 -0.057
Si 5.503 2.782 1.365 0.01 -0.012 -0.05
Si 2.841 5.484 1.166 0.009 0.011 -0.043
Si 5.522 8.182 1.226 -0.01 -0.009 -0.053
Si 2.783 10.861 1.125 0.008 -0.025 -0.069
Si 5.492 13.624 1.289 0.013 0.015 -0.059
Si 8.17 16.348 1.287 -0.003 -0.004 -0.032
Si 10.94 2.749 1.247 0.011 -0.01 -0.034
Si 8.298 5.399 1.348 -0.007 -0.021 -0.06
Si 10.998 8.195 1.259 0.011 -0.029 -0.071
Si 8.224 11 1.379 0.009 0.012 -0.064
Si 10.907 13.587 1.529 0.003 0 -0.047
Si 13.662 16.332 1.362 -0.004 0.02 -0.057
Si 16.406 2.691 1.538 0.015 0 -0.069
Si 13.674 5.443 1.362 -0.029 0.014 -0.035
Si 16.28 8.158 1.881 -0.037 -0.004 -0.006
Si 13.709 10.919 1.389 0 0.027 -0.051
Si 16.337 13.708 1.394 0.01 0.003 -0.063
Si 19.076 0.031 1.274 -0.021 0.033 -0.06
Si 21.736 2.895 1.333 0.033 0.01 -0.023
Si 18.935 5.462 1.354 -0.001 -0.021 -0.07
Si 21.593 8.105 1.236 0.001 -0.026 -0.033
Si 18.976 10.983 1.41 0.034 -0.005 -0.047
Si 21.756 13.581 1.42 0.013 -0.01 -0.057
Si 24.39 16.345 1.2 0.012 -0.018 -0.033
Si 27.151 2.745 1.392 0.025 -0.002 -0.031
Si 24.435 5.428 1.642 -0.01 -0.037 -0.049
Si 27.326 8.017 1.439 -0.02 0.02 -0.025
Si 24.391 10.827 1.251 0.017 -0.007 -0.017
Si 27.016 13.48 1.276 -0.047 -0.012 -0.01
Si 29.858 16.27 1.252 -0.008 -0.001 -0.039
Si 32.702 2.659 1.274 -0.01 0.003 -0.079
Si 30.003 5.363 1.402 -0.002 0.017 -0.049
Si 32.723 8.201 1.088 0.005 -0.025 -0.021
Si 29.854 10.914 1.368 0.019 -0.006 -0.058
Si 32.614 13.532 1.242 -0.021 -0.001 -0.036
Si 35.349 16.243 1.333 0.002 -0.017 -0.054
Si 38.13 2.659 1.518 0.003 0.008 -0.08
Si 35.416 5.431 1.531 0.004 0.014 -0.051
Si 38.198 7.998 1.376 -0.045 0.018 -0.061
Si 35.523 10.844 1.348 -0.002 -0.001 -0.038
Si 38.076 13.72 1.733 0.008 0.009 -0.016
Si 40.88 16.304 1.439 -0.002 0.011 -0.047
Si 43.576 2.918 1.345 0.041 0.017 -0.076
Si 40.753 5.326 1.561 -0.013 -0.014 -0.042
Si 43.442 8.19 1.824 -0.013 -0.01 -0.028
Si 40.909 10.757 1.432 -0.059 0.044 -0.108
Si 43.556 13.515 1.468 -0.019 0.01 -0.093
Si 46.185 16.249 1.431 -0.005 -0.003 -0.057
Si 48.896 2.759 1.463 0.005 0.001 -0.051
Si 46.002 5.655 1.516 0.033 -0.048 -0.098
Si 48.815 8.299 1.465 0.04 -0.023 -0.039
Si 46.146 11.013 1.821 0.015 -0.002 -0.027
Si 48.884 13.702 1.447 0.004 0.002 -0.053
Si 51.567 0.082 1.43 -0.01 0.007 -0.059
Si 54.355 2.697 1.228 -0.005 0.004 -0.042
Si 51.554 5.488 1.435 -0.005 0.003 -0.02
Si 54.311 8.207 1.335 0.006 0.019 -0.054
Si 51.624 10.869 1.279 0.025 -0.002 -0.055
Si 54.384 13.583 1.12 0.022 -0.007 -0.064
Si 57.048 16.226 1.248 -0.014 -0.006 -0.053
Si 59.813 2.622 1.123 -0.026 -0.001 -0.048
Si 57.139 5.338 1.269 0.022 0.006 -0.071
Si 59.857 8.014 1.276 0 -0.01 -0.05
Si 57.072 10.848 1.128 -0.021 0.027 -0.026
Si 59.831 13.634 1.157 0.009 0.001 -0.02
Si 62.654 16.279 1.394 0.001 -0.004 -0.054
Si 0.083 2.749 1.127 0.006 0.02 -0.035
Si 62.552 5.424 1.073 -0.003 -0.011 -0.056
Si 0.064 8.155 1.15 -0.013 0.01 -0.043
Si 62.55 10.874 1.226 -0.001 -0.015 -0.04
Si -0.002 13.603 1.105 -0.028 0.014 -0.067
Si 1.401 1.413 2.577 0 -0.007 0.023
Si 4.156 4.187 2.641 -0.026 0.004 0.025
Si 1.395 6.779 2.527 0.006 -0.006 0.011
Si 4.123 9.535 2.579 0.007 0.011 0.029
Si 1.388 12.233 2.458 -0.011 0.002 0
Si 4.083 15.012 2.547 0.004 0.02 0.006
Si 6.811 1.346 2.681 0.01 -0.006 0.024
Si 9.616 4.051 2.724 0.012 0.01 0.021
Si 6.879 6.815 2.594 -0.006 -0.002 -0.004
Si 9.605 9.549 2.626 0.016 -0.01 0.005
Si 6.832 12.313 2.727 -0.016 -0.002 0.039
Si 9.546 15.054 2.731 -0.011 0.018 0.017
Si 12.272 1.392 2.655 -0.017 0 0.011
Si 14.986 4.086 2.768 -0.003 0.016 -0.008
Si 12.3 6.834 2.718 -0.014 0 0.026
Si 14.94 9.669 2.959 -0.054 0.007 0.042
Si 12.27 12.175 2.788 0.033 -0.004 0.022
Si 14.984 15.016 2.796 0.024 -0.001 0.027
Si 17.776 1.317 2.811 0.015 -0.036 0.024
Si 20.387 4.195 2.739 -0.026 -0.001 0.01
Si 17.689 6.696 2.936 0.05 -0.013 0.031
Si 20.347 9.522 2.71 0.012 -0.014 0.033
Si 17.67 12.345 2.773 -0.016 -0.016 -0.007
Si 20.392 14.999 2.697 0.01 0.02 -0.001
Si 23.071 1.4 2.636 -0.004 -0.005 0.01
Si 25.873 4.067 2.858 0.029 -0.008 0.045
Si 22.979 6.858 2.745 -0.019 0.054 -0.01
Si 25.833 9.481 2.622 0.006 0.019 -0.003
Si 23.124 12.191 2.736 -0.008 -0.02 0.018
Si 25.758 14.976 2.617 0.017 0.012 0.015
Si 28.522 1.311 2.68 0.012 -0.006 0.024
Si 31.348 3.985 2.73 -0.01 0.007 0.05
Si 28.664 6.712 2.798 0.003 -0.021 0.019
Si 31.326 9.5 2.574 0.017 -0.032 0.015
Si 28.428 12.21 2.706 -0.011 -0.001 0.026
Si 31.272 14.938 2.629 -0.005 0 0.005
Si 33.99 1.294 2.678 0.014 -0.002 0.024
Si 36.75 4.03 2.834 0.005 -0.018 0.001
Si 33.981 6.873 2.696 -0.031 0.029 0.039
Si 36.85 9.463 2.717 0.004 -0.005 0.011
Si 33.984 12.158 2.641 0.028 0.022 -0.006
Si 36.619 15.02 2.931 -0.025 0.063 0.037
Si 39.49 1.301 2.862 -0.009 -0.011 0.039
Si 42.191 4.053 2.885 0.002 0 0.025
Si 39.387 6.681 2.886 0.01 -0.006 0.019
Si 42.07 9.554 3.056 -0.016 0.009 0.038
Si 39.509 12.184 2.769 0.034 -0.039 0.008
Si 42.168 14.895 2.776 0.008 0.013 0.023
Si 44.869 1.428 2.688 -0.038 -0.01 0.024
Si 47.464 4.163 2.703 -0.011 0.022 0.015
Si 44.807 6.834 3.09 -0.001 0.013 0.052
Si 47.613 9.623 2.957 -0.013 -0.014 0.046
Si 44.776 12.332 3.076 -0.02 0.008 0.052
Si 47.537 14.982 2.877 0 0.002 0.021
Si 50.265 1.427 2.843 -0.02 -0.008 0.032
Si 53.042 4.106 2.651 0 -0.011 0.009
Si 50.155 6.828 2.763 -0.005 0.025 0.019
Si 52.968 9.547 2.716 -0.005 0.02 0.028
Si 50.291 12.26 2.669 -0.003 -0.027 0.008
Si 53.032 14.944 2.565 0.013 -0.018 0.009
Si 55.679 1.29 2.594 0.004 0.009 0.016
Si 58.506 3.973 2.603 0.027 -0.004 0.036
Si 55.738 6.766 2.56 0.002 -0.01 0.001
Si 58.457 9.48 2.499 0.013 0.018 -0.002
Si 55.74 12.231 2.549 -0.01 -0.008 0.016
Si 58.491 14.947 2.586 0.002 -0.001 0.017
Si 61.205 1.366 2.563 -0.01 0.014 0.015
Si 63.94 4.086 2.454 0.004 0.006 0.014
Si 61.249 6.699 2.602 0.003 -0.015 0.033
Si 64.004 9.548 2.531 -0.01 -0.018 0.021
Si 61.151 12.224 2.551 -0.005 0.007 0.01
Si 64.007 14.887 2.653 0.04 -0.013 0.042
Si 0.065 16.33 3.945 0.003 -0.001 -0.015
Si 2.767 2.769 3.941 -0.005 -0.013 -0.02
Si 0.013 5.427 3.872 0.003 -0.003 -0.002
Si 2.745 8.16 3.912 0.013 0.007 -0.017
Si 0.059 10.899 3.899 -0.006 0.012 0.003
Si 2.728 13.605 3.87 0 -0.019 0.002
Si 5.435 16.312 3.994 0.003 -0.005 0.001
Si 8.198 2.709 4.034 0.005 0.003 -0.01
Si 5.513 5.507 4.001 0.003 -0.003 0.014
Si 8.217 8.185 3.97 0.01 0.005 0
Si 5.459 10.889 3.991 0.005 -0.015 -0.008
Si 8.19 13.667 4.07 -0.001 -0.019 -0.011
Si 10.919 16.39 4.069 -0.002 0.007 0.005
Si 13.608 2.724 4.08 -0.003 -0.016 -0.003
Si 10.935 5.461 4.073 0.017 0.003 -0.02
Si 13.581 8.196 4.169 0.001 -0.021 -0.022
Si 10.901 10.842 4.111 0.006 -0.011 0.014
Si 13.622 13.611 4.109 -0.01 0.002 -0.028
Si 16.363 16.333 4.165 -0.007 0.017 -0.017
Si 19.09 2.756 4.118 0 0.007 -0.008
Si 16.3 5.38 4.226 -0.005 -0.008 0.028
Si 19.054 8.168 4.158 -0.006 0.033 -0.028
Si 16.36 11.002 4.209 0.008 0.008 0.022
Si 19.053 13.667 4.116 0.003 0.016 0
Si 21.756 16.362 4.058 -0.01 0.014 -0.007
Si 24.452 2.679 4.096 -0.012 -0.003 -0.017
Si 21.715 5.495 4.158 -0.002 -0.002 0.034
Si 24.437 8.196 4.041 0.005 -0.004 0.009
Si 21.742 10.853 4.092 -0.013 0.004 -0.012
Si 24.459 13.612 4.055 0.01 -0.012 0.001
Si 27.152 16.282 4.035 -0.016 -0.017 0.012
Si 29.908 2.667 4.059 0.002 -0.008 -0.001
Si 27.242 5.431 4.166 -0.004 0.003 0
Si 29.993 8.163 4.049 0.023 0.025 0.015
Si 27.132 10.835 4.073 -0.002 -0.026 0.005
Si 29.868 13.589 4.001 0 -0.004 -0.006
Si 32.603 16.281 4.051 -0.008 -0.008 -0.01
Si 35.327 2.657 4.098 -0.009 -0.014 0
Si 32.645 5.446 4.064 -0.004 0.02 -0.02
Si 35.38 8.173 4.077 0.016 -0.019 -0.007
Si 32.633 10.83 4.03 -0.01 -0.01 0.016
Si 35.262 13.541 4.116 -0.008 -0.011 -0.008
Si 38.055 16.336 4.223 0.004 -0.008 0.003
Si 40.815 2.683 4.215 -0.003 0.012 -0.004
Si 38.038 5.375 4.248 0.009 0.009 0.01
Si 40.708 8.096 4.261 -0.003 0.004 -0.017
Si 38.116 10.847 4.131 0.007 -0.026 0.009
Si 40.809 13.564 4.167 -0.003 -0.021 -0.014
Si 43.514 16.348 4.082 0.022 -0.003 -0.036
Si 46.204 2.743 4.109 -0.005 0.021 -0.022
Si 43.455 5.413 4.319 -0.016 -0.011 0.006
Si 46.254 8.216 4.285 -0.001 -0.004 -0.027
Si 43.447 10.912 4.36 0.006 0.01 0
Si 46.23 13.659 4.299 0.03 -0.001 0.006
Si 48.919 16.361 4.174 -0.006 0.012 0
Si 51.706 2.767 4.083 0.007 0.005 0.003
Si 48.857 5.447 4.12 0.009 0.005 0.005
Si 51.611 8.169 4.062 -0.004 0.007 -0.017
Si 49.01 10.971 4.194 0.015 0.012 0.006
Si 51.688 13.61 3.989 -0.001 0.014 0.007
Si 54.363 16.275 3.987 0.001 0.011 0.014
Si 57.091 2.653 3.938 -0.007 0.012 -0.01
Si 54.403 5.452 3.992 -0.007 -0.008 0.017
Si 57.113 8.138 3.9 0.001 -0.003 0.002
Si 54.39 10.91 3.989 -0.002 0.013 -0.013
Si 57.117 13.575 3.927 -0.014 -0.003 -0.006
Si 59.849 16.321 3.93 -0.012 -0.006 -0.003
Si 62.593 2.738 3.878 0.009 0.009 0.001
Si 59.869 5.36 3.952 0.005 -0.015 -0.009
Si 62.611 8.153 3.878 -0.007 0.003 -0.026
Si 59.803 10.848 3.894 -0.006 0.014 0.003
Si 62.559 13.55 3.931 0.009 -0.004 -0.006
Si 1.408 14.987 16.119 0.018 0.015 -0.012
Si 4.081 1.347 16.216 -0.023 -0.003 -0.009
Si 1.389 4.098 16.108 0 0.022 -0.012
Si 4.045 6.786 16.248 -0.002 0.004 -0.006
Si 1.371 9.541 16.189 0.031 0.003 -0.009
Si 4.067 12.232 16.245 -0.01 0.01 0.008
Si 6.746 14.954 16.343 -0.007 0.003 0.008
Si 9.452 1.352 16.353 -0.009 -0.005 0.009
Si 6.749 4.08 16.3 -0.006 0.013 0.007
Si 9.395 6.768 16.254 -0.017 -0.004 -0.011
Si 6.73 9.518 16.286 0.002 -0.005 0.005
Si 9.406 12.244 16.309 -0.007 -0.024 -0.005
Si 12.17 15.034 16.319 0 0.01 0.005
Si 14.921 1.423 16.388 0.015 0.003 0.01
Si 12.182 4.077 16.343 0.005 0.008 0.005
Si 14.898 6.845 16.324 -0.008 0.001 -0.004
Si 12.185 9.55 16.292 0.012 0.014 0
Si 14.885 12.306 16.317 0.01 -0.003 -0.002
Si 17.654 15.044 16.387 0.017 0.006 -0.001
Si 20.382 1.452 16.404 0.004 -0.004 -0.013
Si 17.675 4.146 16.392 0.009 0.009 -0.011
Si 20.379 6.835 16.41 -0.007 -0.011 0.005
Si 17.626 9.568 16.339 0.003 0.014 -0.013
Si 20.368 12.307 16.341 -0.001 -0.011 -0.02
Si 23.117 15.044 16.395 0.012 0.004 -0.006
Si 25.823 1.413 16.446 0.004 -0.006 -0.011
Si 23.113 4.131 16.456 0.004 -0.012 -0.004
Si 25.817 6.822 16.431 0.001 0.005 -0.008
Si 23.134 9.563 16.395 -0.005 0.017 -0.008
Si 25.849 12.294 16.413 -0.001 -0.004 -0.014
Si 28.528 15.01 16.444 0.01 0.009 -0.004
Si 31.2 1.355 16.424 0.001 -0.008 -0.012
Si 28.533 4.096 16.449 0.001 0.003 -0.002
Si 31.273 6.81 16.418 0.004 0.01 -0.011
Si 28.557 9.567 16.434 0.003 -0.002 -0.008
Si 31.211 12.267 16.371 0.009 0.001 -0.004
Si 33.927 14.932 16.342 -0.005 -0.015 -0.021
Si 36.652 1.352 16.31 -0.001 -0.01 0
Si 33.985 4.069 16.433 0.014 -0.008 0.01
Si 36.692 6.716 16.317 -0.01 -0.015 -0.002
Si 33.972 9.465 16.307 -0.006 -0.005 -0.008
Si 36.705 12.202 16.319 -0.011 -0.001 -0.009
Si 39.46 14.925 16.25 0.009 0 -0.007
Si 42.159 1.321 16.37 0.008 -0.012 0.01
Si 39.448 3.959 16.332 0.009 0.013 -0.005
Si 42.209 6.754 16.302 -0.002 0.013 0.01
Si 39.456 9.466 16.291 -0.01 -0.005 -0.008
Si 42.223 12.236 16.258 0.004 0.02 -0.01
Si 44.897 14.939 16.359 -0.005 -0.022 0.013
Si 47.639 1.285 16.269 0.009 -0.01 -0.01
Si 44.895 4.036 16.323 -0.008 0.013 0.014
Si 47.663 6.774 16.302 -0.002 0.009 -0.006
Si 44.969 9.491 16.299 -0.005 0.02 0.001
Si 47.653 12.244 16.295 0.009 0.017 -0.026
Si 50.379 14.906 16.273 -0.022 -0.037 0
Si 53.137 1.358 16.242 0.003 0 -0.006
Si 50.434 4.064 16.292 -0.005 0.015 -0.007
Si 53.146 6.772 16.275 0.013 -0.012 0.01
Si 50.413 9.511 16.259 -0.026 0.015 -0.005
Si 53.143 12.215 16.262 -0.022 0.004 -0.002
Si 55.853 14.943 16.231 -0.014 0.005 -0.006
Si 58.53 1.321 16.087 0.008 -0.013 -0.017
Si 55.828 4.101 16.183 0.009 0.003 -0.005
Si 58.513 6.827 16.249 -0.001 0.004 0
Si 55.864 9.509 16.304 0.006 0.005 0.005
Si 58.528 12.223 16.242 -0.005 -0.017 0.014
Si 61.243 14.936 16.148 -0.004 0.02 -0.001
Si 63.908 1.345 16.104 -0.009 0.001 -0.007
Si 61.231 4.091 16.111 0.012 -0.006 -0.012
Si 63.901 6.787 16.049 0.002 0.004 -0.012
Si 61.161 9.511 16.141 0.024 -0.019 -0.005
Si 63.917 12.232 16.172 -0.017 -0.012 0.009
Si 2.746 16.287 17.561 0.024 -0.024 0.011
Si 5.366 2.715 17.632 -0.004 -0.013 -0.002
Si 2.703 5.386 17.582 0.008 -0.02 0.029
Si 5.394 8.121 17.641 -0.009 -0.023 -0.002
Si 2.729 10.872 17.611 -0.037 -0.024 -0.004
Si 5.362 13.575 17.693 0.002 0.006 0.004
Si 8.078 16.322 17.744 0.004 -0.001 0.005
Si 10.832 2.693 17.716 0.016 -0.002 -0.012
Si 8.089 5.418 17.704 0.016 0.018 0.019
Si 10.737 8.168 17.53 0.001 -0.002 -0.028
Si 8.021 10.895 17.697 0.009 0.027 0.01
Si 10.754 13.665 17.6 -0.003 0.011 -0.025
Si 13.512 16.394 17.726 -0.004 0.011 0.004
Si 16.304 2.801 17.742 -0.003 -0.006 0.013
Si 13.525 5.486 17.671 0.013 -0.011 -0.001
Si 16.242 8.215 17.685 -0.008 0.024 -0.003
Si 13.541 10.919 17.666 0.006 -0.027 0.012
Si 16.23 13.682 17.679 -0.013 -0.005 -0.025
Si 19 16.445 17.757 -0.019 0.013 0.006
Si 21.72 2.796 17.822 0.006 -0.014 -0.01
Si 19.022 5.485 17.81 0.005 -0.002 -0.006
Si 21.759 8.208 17.736 0.007 -0.001 0.006
Si 18.963 10.97 17.669 -0.008 -0.005 -0.014
Si 21.742 13.66 17.688 -0.015 0.002 -0.004
Si 24.428 16.421 17.813 -0.012 -0.003 0.003
Si 27.196 2.733 17.851 -0.015 -0.01 -0.018
Si 24.493 5.46 17.843 0.006 0.003 0.008
Si 27.151 8.23 17.767 -0.009 0.014 -0.014
Si 24.509 10.918 17.766 0.016 -0.013 -0.005
Si 27.177 13.662 17.81 -0.019 0 0.008
Si 29.845 16.369 17.875 -0.03 0.017 -0.001
Si 32.581 2.7 17.755 -0.003 -0.012 0.012
Si 29.908 5.468 17.786 0.014 0.002 0.006
Si 32.673 8.156 17.764 0.007 0 -0.006
Si 29.93 10.926 17.81 -0.004 -0.008 0.032
Si 32.528 13.643 17.735 -0.002 0.036 -0.003
Si 35.297 16.3 17.646 -0.022 0.011 0.014
Si 38.042 2.626 17.703 0.013 0.003 0.009
Si 35.398 5.407 17.803 0.021 0.026 0.019
Si 38.095 8.06 17.603 0.031 0.016 0
Si 35.326 10.815 17.633 0.011 0.002 0.028
Si 38.154 13.548 17.598 0.017 0.005 -0.007
Si 40.757 16.254 17.68 -0.021 0.001 0.002
Si 43.539 2.686 17.726 -0.009 -0.002 -0.024
Si 40.896 5.297 17.607 0.011 -0.043 -0.022
Si 43.591 8.134 17.63 0.003 -0.012 -0.002
Si 40.862 10.867 17.557 0.014 0.001 -0.041
Si 43.53 13.558 17.71 -0.008 -0.007 0.032
Si 46.295 16.286 17.701 -0.009 0.025 0.007
Si 49.04 2.643 17.545 -0.022 0.019 -0.032
Si 46.28 5.399 17.641 0.002 -0.013 0.022
Si 49.054 8.156 17.612 -0.005 0.012 -0.012
Si 46.333 10.863 17.656 -0.001 0.003 0.004
Si 48.975 13.61 17.678 -0.008 0.014 -0.016
Si 51.79 16.265 17.555 0 0.002 0.011
Si 54.498 2.764 17.565 -0.012 -0.001 0.001
Si 51.842 5.389 17.676 -0.016 -0.039 0.018
Si 54.504 8.128 17.647 -0.007 0.012 0.019
Si 51.767 10.874 17.617 0.024 -0.017 0.013
Si 54.541 13.552 17.611 0.021 0.007 -0.005
Si 57.248 16.322 17.533 0.001 -0.007 0.007
Si 59.883 2.677 17.397 0.001 -0.005 -0.028
Si 57.173 5.421 17.584 -0.004 0.018 0.017
Si 59.838 8.236 17.622 -0.029 0.032 0.018
Si 57.22 10.885 17.697 0.008 -0.021 0.001
Si 59.923 13.589 17.551 0.004 -0.004 0.019
Si 62.593 16.293 17.497 -0.004 -0.013 0.012
Si -0.014 2.755 17.372 -0.006 -0.004 -0.007
Si 62.555 5.491 17.452 -0.005 0.005 0.033
Si -0.029 8.111 17.395 -0.004 -0.005 -0.015
Si 62.495 10.861 17.482 -0.004 0.015 -0.005
Si 0.059 13.633 17.428 0.026 0.006 -0.005
Si 1.361 1.45 18.703 -0.015 0.033 -0.03
Si 4.031 4.042 19.044 -0.01 0.01 -0.035
Si 1.246 6.754 18.799 -0.046 0.025 -0.047
Si 4.035 9.456 19.006 0.018 0.012 -0.016
Si 1.345 12.312 18.858 0.033 0.034 -0.024
Si 3.994 14.919 19.075 -0.013 -0.013 -0.008
Si 6.66 1.377 19.062 -0.011 -0.016 -0.016
Si 9.46 4.029 19.057 0.002 -0.009 -0.023
Si 6.696 6.754 19.074 -0.031 0.006 -0.013
Si 9.401 9.459 18.941 0.015 -0.011 -0.023
Si 6.657 12.223 19.142 -0.009 -0.017 -0.019
Si 9.445 14.927 19.092 0.016 -0.025 -0.004
Si 12.169 1.385 19.172 -0.009 -0.004 0.001
Si 14.93 4.193 19.055 0.008 0.016 -0.019
Si 12.022 6.82 18.901 -0.012 0.002 -0.016
Si 14.88 9.552 19.063 -0.017 0.028 0
Si 12.103 12.31 18.904 -0.009 0.016 -0.019
Si 14.891 15.055 19.057 0.036 -0.018 -0.015
Si 17.664 1.501 19.178 0.032 0.009 -0.04
Si 20.398 4.154 19.236 -0.019 0.003 0.008
Si 17.601 6.89 19.071 -0.001 -0.017 -0.01
Si 20.375 9.648 18.984 0.015 0 -0.049
Si 17.534 12.285 19.02 -0.012 -0.009 -0.016
Si 20.38 15.027 19.02 0 0.009 -0.025
Si 23.042 1.438 19.226 0.02 -0.014 -0.014
Si 25.849 4.061 19.241 -0.041 0.017 0
Si 23.126 6.873 19.145 -0.02 0 -0.026
Si 25.836 9.577 19.204 0.012 -0.014 -0.007
Si 23.141 12.334 19.032 -0.004 0.007 -0.014
Si 25.821 15.087 19.151 0.036 0.004 -0.044
Si 28.532 1.44 19.326 0.02 -0.003 -0.005
Si 31.287 4.109 19.148 -0.006 -0.033 -0.014
Si 28.535 6.89 19.082 0.001 0.002 -0.013
Si 31.385 9.578 19.135 0.008 0.015 -0.031
Si 28.524 12.275 19.176 0.008 0.016 -0.047
Si 31.183 14.976 19.218 0.046 -0.042 -0.001
Si 33.882 1.239 19.068 -0.04 -0.003 -0.033
Si 36.791 3.995 19.142 0.036 0.023 -0.001
Si 34.065 6.832 19.157 0.008 0.014 -0.02
Si 36.746 9.441 18.928 -0.011 0.005 -0.061
Si 33.91 12.192 18.929 -0.001 -0.046 -0.057
Si 36.788 14.957 18.852 0.011 0.041 -0.025
Si 39.309 1.185 19.071 0.004 -0.056 -0.017
Si 42.151 3.985 19.131 -0.029 0.048 -0.005
Si 39.506 6.639 18.855 -0.041 -0.016 -0.031
Si 42.249 9.578 18.909 0.035 0.032 -0.01
Si 39.539 12.183 18.945 0.013 0.013 -0.034
Si 42.078 14.888 19.05 -0.01 0.008 -0.041
Si 44.933 1.334 19.053 0.01 0.015 -0.013
Si 47.69 3.976 18.892 -0.04 -0.012 -0.041
Si 44.898 6.747 19.01 0.002 -0.01 -0.021
Si 47.709 9.497 19.004 0.002 -0.003 -0.025
Si 44.974 12.206 19.027 -0.011 -0.006 -0.023
Si 47.632 14.958 19.12 0.018 -0.023 -0.004
Si 50.394 1.272 18.872 -0.015 0.005 -0.004
Si 53.174 3.979 19.09 -0.005 -0.002 -0.015
Si 50.471 6.831 18.927 0.01 -0.008 -0.014
Si 53.176 9.557 18.978 -0.002 0.003 -0.03
Si 50.354 12.208 18.952 -0.019 -0.002 -0.006
Si 53.198 14.949 18.901 0.003 0.006 -0.01
Si 55.952 1.459 18.835 0.028 0.04 -0.01
Si 58.583 3.983 18.807 0.002 -0.016 -0.029
Si 55.839 6.737 19.026 -0.012 -0.009 0.005
Si 58.591 9.617 19.154 0.044 0.022 0.007
Si 55.894 12.263 19.081 -0.023 0.01 0.002
Si 58.605 14.972 18.911 0.034 0.014 -0.011
Si 61.188 1.352 18.786 -0.044 0.015 -0.021
Si 63.939 4.113 18.724 0.022 -0.003 -0.025
Si 61.192 6.804 18.873 0.01 -0.004 -0.016
Si 63.835 9.402 18.697 0.012 -0.031 -0.035
Si 61.248 12.229 18.948 -0.01 0 0
Si 64.052 14.984 18.805 0.027 0.042 -0.057
Si 0.04 16.522 20.078 -0.04 -0.002 0.009
Si 2.521 2.695 20.271 -0.011 0.014 0.044
Si -0.101 5.434 20.188 0.001 -0.016 0.076
Si 2.577 8.026 20.192 0.007 -0.015 0.039
Si -0.107 10.826 19.889 -0.018 -0.027 0.026
Si 2.549 13.602 20.463 -0.002 0.011 0.037
Si 5.311 16.33 20.458 0.01 -0.01 0.041
Si 8.072 2.687 20.423 0.031 -0.009 0.037
Si 5.392 5.345 20.5 0.029 0.015 0.044
Si 8.103 8.115 20.387 0.006 -0.024 0.055
Si 5.316 10.773 20.52 0.038 0 0.046
Si 8.042 13.615 20.504 0.007 -0.013 0.023
Si 10.812 16.245 20.511 0.015 0 0.033
Si 13.571 2.851 20.436 -0.005 0.004 0.03
Si 10.811 5.437 20.375 0.033 -0.012 0.049
Si 13.283 8.23 20.219 -0.006 0.031 -0.035
Si 10.69 10.949 20.183 -0.019 0.019 0.019
Si 13.49 13.612 20.267 0.019 -0.002 0.035
Si 16.193 16.46 20.455 -0.04 0.005 0.04
Si 19.035 2.857 20.671 -0.042 -0.01 0.045
Si 16.224 5.612 20.478 -0.002 -0.012 0.041
Si 19.004 8.284 20.315 0.001 0.014 0.072
Si 16.26 10.898 20.477 0.025 -0.034 0.04
Si 18.891 13.73 20.256 -0.022 0.015 0.036
Si 21.674 16.302 20.519 0.021 0.005 0.04
Si 24.404 2.764 20.669 -0.005 -0.003 0.057
Si 21.78 5.542 20.564 0.017 0.008 0.095
Si 24.451 8.237 20.561 0.03 0.042 0.034
Si 21.745 11.026 20.332 -0.022 -0.003 0.048
Si 24.438 13.695 20.428 -0.013 0.019 0.043
Si 27.088 16.426 20.672 -0.039 -0.005 0.077
Si 29.946 2.845 20.658 -0.009 0.009 0.05
Si 27.258 5.51 20.486 0 -0.006 0.035
Si 29.94 8.243 20.398 0.02 0.022 0.035
Si 27.203 10.92 20.591 -0.031 -0.033 0.061
Si 29.826 13.631 20.611 -0.018 -0.003 0.075
Si 32.548 16.267 20.631 0.015 0.044 0.032
Si 35.331 2.55 20.332 0.021 0.018 0.03
Si 32.723 5.436 20.487 0.023 0.023 0.025
Si 35.486 8.21 20.473 -0.041 -0.023 0.066
Si 32.726 10.971 20.549 -0.017 -0.023 0.065
Si 35.433 13.527 20.002 0.012 -0.035 0.046
Si 37.977 16.122 20.512 0.032 0.022 0.058
Si 40.642 2.566 20.363 0.002 0.06 0.068
Si 38.307 5.358 20.424 -0.006 -0.092 0.03
Si 40.868 8.089 20.022 -0.028 -0.011 0.044
Si 38.167 10.789 20.193 0.025 -0.015 0.072
Si 40.745 13.495 20.478 0.001 0.005 0.047
Si 43.505 16.26 20.303 -0.001 -0.022 0.046
Si 46.336 2.707 20.386 0.004 0.005 0.033
Si 43.561 5.376 20.471 -0.02 -0.037 0.048
Si 46.345 8.12 20.296 0.013 -0.01 0.067
Si 43.609 10.876 20.377 -0.026 0.011 0.07
Si 46.269 13.532 20.488 -0.002 -0.012 0.037
Si 49.073 16.391 20.385 0.012 -0.023 0.04
Si 51.773 2.454 20.299 0.042 0.013 0.056
Si 49.155 5.335 20.111 0.004 -0.022 0.031
Si 51.81 8.186 20.318 -0.013 0.031 0.057
Si 49.084 10.782 20.419 0.028 0.008 0.08
Si 51.766 13.625 20.194 -0.013 -0.041 -0.004
Si 54.647 16.372 20.089 -0.018 -0.022 0.018
Si 57.342 2.687 20.304 0.002 -0.028 0.03
Si 54.544 5.325 20.497 0.017 -0.006 0.063
Si 57.21 8.132 20.39 0.005 -0.003 0.045
Si 54.517 10.904 20.436 -0.034 -0.025 0.045
Si 57.287 13.702 20.376 -0.007 0.013 0.07
Si 59.972 16.312 20.271 -0.033 0.014 0.063
Si 62.527 2.808 19.991 -0.009 0.021 0.066
Si 59.882 5.328 20.156 0.018 -0.002 0.038
Si 62.552 8.162 20.214 -0.004 0.006 0.033
Si 59.938 11.098 20.596 -0.101 -0.005 0.079
Si 62.823 13.503 20.13 0.028 -0.087 0.031
Si 1.302 15.313 21.568 0.038 -0.216 -0.606
Si 3.563 1.102 21.61 0.143 0.034 -0.684
Si 1.339 4.266 21.612 -0.251 -0.252 -0.729
Si 3.622 6.442 21.563 0.228 0.128 -0.667
Si 1.252 9.62 21.254 -0.098 -0.372 -0.648
Si 3.548 11.821 21.707 0.4 0.434 -0.601
Si 6.924 15.244 21.81 -0.136 -0.152 -0.687
Si 9.199 1.105 21.741 0.159 0.052 -0.689
Si 7.028 4.226 21.87 -0.306 -0.173 -0.638
Si 9.232 6.515 21.705 0.109 0.18 -0.699
Si 6.988 9.614 21.794 -0.303 -0.123 -0.665
Si 9.167 11.906 21.676 0.134 0.293 -0.759
Si 12.317 14.917 21.792 -0.218 -0.025 -0.716
Si 15.192 1.832 21.782 -0.281 -0.323 -0.737
Si 12.457 4.45 21.743 -0.078 -0.13 -0.699
Si 14.481 6.802 21.544 0.106 -0.069 -0.489
Si 12.202 9.876 21.539 -0.15 -0.259 -0.607
Si 14.565 12.058 21.616 0.288 0.091 -0.611
Si 17.732 15.216 21.654 -0.133 -0.18 -0.728
Si 20.054 1.038 21.86 0.16 0.316 -0.658
Si 17.401 4.127 21.897 0.333 0.198 -0.644
Si 20.572 7.235 21.645 -0.035 -0.23 -0.768
Si 18.035 9.883 21.706 -0.457 -0.319 -0.626
Si 20.142 12.259 21.502 0.272 0.183 -0.695
Si 23.249 15.128 21.865 -0.221 -0.117 -0.731
Si 25.406 1.132 22.069 0.269 0.22 -0.719
Si 23.371 4.46 21.966 -0.256 -0.209 -0.728
Si 25.681 6.624 21.793 0.119 0.293 -0.666
Si 22.777 9.458 21.722 0.276 0.118 -0.681
Si 25.944 12.541 21.772 -0.074 -0.287 -0.671
Si 28.168 14.762 21.924 0.256 0.136 -0.776
Si 31.538 1.721 22.009 -0.191 -0.343 -0.723
Si 28.914 4.606 21.915 -0.138 -0.249 -0.747
Si 31.184 6.753 21.673 0.142 0.005 -0.632
Si 28.874 9.768 21.848 -0.228 -0.082 -0.697
Si 31.042 12.051 21.883 0.194 0.138 -0.765
Si 34.245 14.828 21.464 -0.275 0.088 -0.653
Si 36.219 0.863 21.705 0.332 0.097 -0.77
Si 33.912 3.772 21.686 0.048 0.217 -0.732
Si 37.149 6.964 21.619 -0.269 -0.08 -0.672
Si 34.553 10.009 21.764 -0.105 -0.138 -0.758
Si 36.749 12.179 21.369 0.013 0.007 -0.486
Si 38.943 14.348 21.815 0.144 0.201 -0.698
Si 42.1 1.271 21.598 -0.118 -0.16 -0.669
Si 39.468 3.876 21.952 -0.008 0.139 -0.696
Si 42.389 7.129 21.508 -0.129 -0.417 -0.644
Si 39.321 9.153 21.377 0.014 0.194 -0.734
Si 42.481 12.47 21.709 -0.13 -0.158 -0.755
Si 44.649 14.744 21.648 0.116 0.063 -0.68
Si 48.011 1.688 21.692 -0.255 -0.227 -0.718
Si 45.364 4.412 21.679 -0.289 -0.182 -0.774
Si 47.647 6.511 21.388 -0.043 0.181 -0.679
Si 44.767 9.251 21.628 0.265 0.269 -0.708
Si 48.059 12.471 21.721 -0.546 -0.487 -0.295
Si 50.19 14.696 21.593 0.479 0.469 -0.367
Si 53.17 0.98 21.576 -0.175 -0.009 -0.638
Si 50.295 3.808 21.478 0.19 0.085 -0.71
Si 53.338 7.024 21.627 -0.1 -0.321 -0.769
Si 50.763 9.762 21.728 -0.221 -0.143 -0.724
Si 52.84 12.118 21.568 0.212 0.024 -0.681
Si 56.144 15.355 21.538 -0.069 -0.133 -0.776
Si 58.457 1.124 21.702 0.269 0.16 -0.725
Si 56.272 4.188 21.744 -0.291 -0.079 -0.642
Si 58.392 6.437 21.519 -0.041 0.217 -0.688
Si 55.595 9.233 21.714 0.271 0.277 -0.764
Si 58.599 12.686 22.043 0.34 -0.072 -0.741
Si 61.795 15.201 21.242 -0.345 -0.152 -0.648
Si 63.753 1.433 21.341 0.339 0.268 -0.592
Si 61.457 4.216 21.491 -0.235 -0.139 -0.731
Si 63.593 6.522 21.527 0.179 0.188 -0.757
Si 61.587 9.764 21.626 -0.257 -0.034 -0.659
Si 63.882 11.861 21.496 0.019 0.231 -0.661
Si 62.971 15.585 29.063 0.009 0.003 -0.065
Si 3.738 1.948 24.523 -0.016 0.042 -0.011
Si 64.612 3.291 23.846 0.008 0.01 -0.199
Si 2.945 10.933 24.367 -0.05 0.067 -0.067
Si 62.11 8.703 27.785 0.128 0.118 -0.127
Si 9.719 7.029 24.676 -0.124 0.002 0.005
Si 64.96 15.079 24.272 -0.078 0.027 -0.137
Si 6.644 14.162 24.663 -0.047 -0.036 -0.103
Si 8.204 7.89 30.638 -0.048 -0.051 0.066
Si 11.944 16.344 28.907 0.122 -0.085 0.114
Si 14.112 11.021 29.141 0.016 0.125 -0.06
Si 18.755 2.132 26.431 0.047 0.041 -0.031
Si 3.26 13.143 30.376 0.06 -0.016 0.062
Si 14.447 8.477 27.886 0.079 0.089 -0.021
Si 20.29 6.718 24.522 -0.108 -0.014 -0.043
Si 22.692 4.884 24.858 0 -0.116 -0.055
Si 4.739 7.284 26.345 0.081 0.057 0.055
Si 14.919 15.119 26.099 0.095 0.061 -0.01
Si 16.251 13.427 23.803 -0.058 -0.024 -0.043
Si 22.718 16.132 26.693 -0.05 -0.021 0.041
Si 17.973 4.809 24.976 -0.036 -0.005 -0.16
Si 21.274 11.832 26.415 -0.112 -0.032 -0.08
Si 17.082 10.586 24.333 0.141 0.002 -0.116
Si 20.563 16.689 24.72 -0.005 -0.042 -0.144
Si 21.23 3.79 27.369 0.019 0.019 0.032
Si 31.444 1.951 25.008 -0.114 -0.032 -0.047
Si 28.451 12.045 25.956 -0.217 -0.061 0.213
Si 26.217 10.137 25.944 -0.015 -0.045 0.127
Si 25.341 4.752 26.095 0.055 -0.063 0.041
Si 27.014 15.854 30.614 -0.015 0.045 0.151
Si 25.562 15.61 26.215 -0.05 -0.149 -0.104
Si 37.783 2.152 23.806 0.033 0.024 -0.022
Si 33.323 7.957 23.57 -0.019 0.064 -0.114
Si 33.601 11.953 26.457 -0.145 0.048 0.014
Si 28.143 14.867 24.895 -0.075 0.14 -0.086
Si 37.074 1.824 26.738 -0.041 0.003 -0.06
Si 30.811 4.729 25.975 0.101 -0.013 -0.037
Si 39.525 5.471 26.524 0.079 0.043 -0.098
Si 32.746 7.55 28.637 0.063 -0.013 0.179
Si 36.539 5.619 26.418 0.001 0.003 -0.113
Si 32.939 15.91 25.508 -0.001 0.086 0.019
Si 41.201 1.223 26.147 -0.016 0.149 -0.226
Si 46.074 6.633 25.983 -0.038 0.007 0.083
Si 43.815 2.863 23.585 -0.053 -0.035 0.051
Si 37.199 7.165 30.674 -0.01 -0.034 0.174
Si 40.005 8.33 26.344 -0.045 0.039 0.026
Si 41.02 8.501 23.635 0.086 -0.044 -0.19
Si 45.088 16.327 24.297 -0.047 -0.005 -0.226
Si 41.194 3.903 24.609 0.039 -0.057 -0.125
Si 50.846 4.149 24.44 -0.031 -0.045 -0.042
Si 47.908 4.189 25.668 0.061 -0.008 -0.057
Si 48.967 8.199 23.638 0.021 0.044 -0.041
Si 46.14 9.144 24.341 -0.002 -0.129 -0.083
Si 52.877 15.197 26.118 -0.145 0.006 -0.021
Si 46.402 11.121 26.815 0.074 0.043 -0.115
Si 57.137 10.647 26.708 -0.122 0.035 -0.043
Si 54.427 3.049 23.683 0.147 -0.074 -0.004
Si 53.072 5.854 24.366 -0.023 0.028 0.043
Si 50.092 10.169 27.743 0.012 0.117 -0.133
Si 53.697 14.673 23.158 -0.13 0.172 -0.338
Si 52.677 1.959 25.724 0.048 0.046 -0.183
Si 60.589 2.077 23.693 -0.108 0.063 -0.16
Si 63.055 5.161 25.856 0.104 -0.024 -0.136
Si 59.813 8.254 23.503 0.085 0.004 -0.049
Si 56.812 9.09 31.188 0.017 -0.017 0.085
Si 57.499 10.309 23.65 -0.067 0.02 0.048
Si -0.008 8.056 23.595 0.001 0.096 -0.099
Si 61.294 2.747 26.718 0.172 -0.108 -0.187
Si 64.465 6.707 28.193 -0.091 -0.081 -0.024
Si 10.325 4.412 26.077 0.084 0.104 -0.098
Si 58.524 5.538 27.895 0.063 0.016 -0.038
Si 55.094 14.338 28.027 0.103 -0.041 -0.13
Si 11.111 2.492 23.851 0.096 0.044 -0.216
Si 6.324 3.049 24.813 0.039 -0.047 -0.049
Si 5.671 16.761 25.865 0.189 0.08 -0.03
Si 2.899 7.754 24.079 -0.049 0.066 -0.087
Si 63.657 12.809 30.293 0.027 -0.041 0.063
Si 0.885 1.367 25.525 0.015 -0.003 -0.079
Si 7.24 10.596 30.615 0.073 0.102 0.065
Si 15.578 6.536 26.047 -0.007 -0.027 0.062
Si 9.105 13.278 25.82 0.006 0.015 -0.094
Si 3.595 9.92 27.044 0 -0.054 -0.048
Si 5.152 11.606 28.765 0.132 0.118 -0.095
Si 5.885 2.076 28.469 -0.051 0.084 0.012
Si 10.789 7.676 29.545 0.163 -0.029 -0.12
Si 10.93 1.037 31.634 -0.089 -0.002 0.05
Si 12.103 10.077 24.365 -0.052 0.082 -0.007
Si 18.604 7.788 30.446 0.088 0.003 0.216
Si 13.565 16.877 23.828 -0.041 -0.064 -0.005
Si 13.125 13.799 28.284 -0.033 0.031 0.11
Si 5.408 5.039 28.433 0.097 -0.082 0.073
Si 20.917 17.04 31.247 0.029 -0.019 0.17
Si 22.137 13.87 28.473 -0.039 -0.081 -0.074
Si 19.841 13.314 30.45 -0.007 -0.097 0.09
Si 15.854 11.536 31.562 -0.045 0.14 0.065
Si 18.575 10.754 27.022 0.051 0.112 -0.071
Si 14.865 8.723 23.974 -0.026 -0.032 -0.121
Si 30.7 9.506 29.403 0.196 0 -0.029
Si 24.675 10.622 23.677 -0.068 -0.011 0.017
Si 33.645 13.323 29.286 0.059 0.033 0.088
Si 21.369 13.806 23.97 0.016 0.011 -0.039
Si 27.972 4.18 24.939 -0.037 0.1 -0.156
Si 24.025 9.134 31.596 -0.109 -0.033 -0.028
Si 38.949 4.738 30.572 0.135 -0.102 0.11
Si 26.844 8.56 23.728 0.017 -0.035 0.043
Si 31.672 7.596 25.809 -0.022 -0.015 -0.084
Si 30.961 12.366 30.416 -0.132 0.207 0.067
Si 35.807 15.413 26.811 -0.02 0.094 -0.006
Si 29.887 14.999 29.621 0.137 -0.059 -0.017
Si 35.189 3.608 28.293 -0.054 -0.082 0.065
Si 35.73 10.801 27.922 -0.026 0.061 -0.007
Si 37.489 13.198 27.296 0.067 0.077 0.074
Si 32.939 13.507 23.784 -0.096 -0.057 -0.047
Si 35.782 7.955 28.115 0.047 -0.059 0.075
Si 38.546 1.916 29.35 -0.047 -0.018 0.038
Si 38.075 10.14 30.93 -0.094 0.006 0.154
Si 35.367 5.63 23.608 0.11 0.054 -0.069
Si 34.93 3.38 31.454 0.024 0.051 0.072
Si 39.638 11.191 26.498 -0.04 -0.085 0.01
Si 47.317 7.709 30.876 -0.028 -0.045 0.029
Si 42.429 8.939 28.063 -0.095 -0.014 0.017
Si 47.658 16.725 29.44 0.047 0.06 -0.036
Si 43.701 6.212 28.131 0.084 -0.031 -0.2
Si 47.618 10.368 29.454 0.032 0.014 -0.07
Si 41.969 11.038 24.471 0.038 -0.049 -0.083
Si 47.631 1.252 24.807 0.085 0.096 -0.16
Si 47.993 13.639 26.869 -0.006 0.075 -0.084
Si 55.794 4.409 27.925 0.039 0.056 -0.015
Si 49.681 6.046 30.751 0.072 -0.077 0.213
Si 49.358 0.866 27.113 -0.021 -0.094 0.001
Si 49.474 13.421 24.219 -0.102 0.033 -0.223
Si 56.533 1.661 28.187 0.003 0.001 -0.074
Si 49.524 5.191 28.021 -0.112 0.046 -0.089
Si 59.249 3.016 29.02 0.102 -0.007 0.226
Si 51.4 2.989 28.089 0.071 -0.093 0.101
Si 48.833 7.724 26.541 -0.001 0.024 -0.024
Si 54.689 4.776 30.553 -0.032 -0.045 0.169
Si 61.192 11.261 28.989 0.055 -0.024 0.038
Si 52.863 8.933 28.49 0.164 0.098 -0.032
Si 62.967 2.01 29.01 -0.013 0.02 0.02
Si 57.594 15.71 26.729 0.034 -0.127 -0.045
Si -0.044 12.136 24.322 0.072 -0.069 -0.123
Si 64.052 9.848 25.876 0.046 -0.029 -0.118
Si 61.839 15.587 23.992 0.048 -0.086 0.077
Si 64.622 5.927 31.214 0.073 0.178 -0.002
Si 62.424 3.73 31.34 -0.02 -0.025 0.013
Si 0.808 9.176 27.943 0.005 0.041 0.081
Si 0.92 11.088 30.373 -0.074 0.059 0.043
Si 54.901 16.236 30.207 -0.01 -0.036 0.224
Si 4.916 0.845 31.184 -0.022 -0.086 0.081
Si 7.775 3.904 27.418 -0.05 -0.052 -0.042
Si 11.191 12.806 23.892 0.025 -0.044 -0.17
Si 5.489 6.391 31.133 -0.011 0.062 0.144
Si 6.985 8.608 24.781 0.077 0.076 -0.076
Si 2.117 15.78 30.469 -0.003 0.085 0.075
Si 11.62 8.446 26.594 -0.073 0.105 0.138
Si 13.324 4.849 27.032 -0.088 -0.068 -0.04
Si 10.282 14.198 28.289 0.051 -0.033 0.072
Si 9.399 12.645 30.638 -0.01 0.055 0.096
Si 11.483 10.437 30.525 0.109 0.038 0.155
Si 13.849 2.322 28.539 -0.028 0.02 0.166
Si 16.494 0.702 28.165 -0.052 -0.115 -0.092
Si 16.005 6.432 31.475 0.013 0.012 0.024
Si 13.107 3.189 31.506 -0.019 0 -0.047
Si 13.534 6.522 29.709 -0.021 0.095 0.132
Si 20.792 6.653 28.602 0.037 0.075 0.014
Si 6.804 11.541 26.027 -0.01 0.012 -0.036
Si 18.295 10.954 29.896 -0.048 -0.117 0.063
Si 18.137 15.597 30.523 -0.078 0.097 0.036
Si 25.617 2.152 30.41 -0.048 0.034 0.047
Si 26.06 2.071 25.109 -0.107 0 -0.23
Si 23.098 6.314 30.705 0.114 0.004 0.163
Si 20.747 8.895 26.597 0.092 0.016 0.007
Si 22.817 1.788 29.029 -0.046 0.029 0
Si 25.531 4.978 29.284 -0.087 0.059 0.011
Si 26.995 6.296 31.471 -0.043 -0.077 0.026
Si 25.221 14.208 28.888 0.029 -0.001 0.025
Si 29.295 8.267 31.516 0.018 -0.067 0.104
Si 26.21 11.232 31.27 -0.118 0.051 0.043
Si 30.876 10.273 26.418 0.114 -0.057 -0.033
Si 30.272 16.213 26.737 0.035 -0.002 -0.07
Si 37.235 15.373 29.232 0.151 0.027 -0.121
Si 32.354 4.569 28.674 0.031 0.053 0.068
Si 35.084 11.297 30.617 0.031 -0.07 0.149
Si 26.778 11.637 28.381 0.094 -0.066 -0.066
Si 32.231 2.316 30.783 -0.111 0.058 0.004
Si 32.548 15.866 30.515 0.071 -0.068 0.126
Si 41.4 1.573 29.115 0.151 -0.028 0.086
Si 40.135 16.31 23.741 0.019 -0.081 -0.169
Si 45.392 5.367 30.509 -0.015 0.139 0.321
Si 43.568 11.59 26.974 -0.001 -0.043 -0.031
Si 38.326 14.001 31.603 0.031 0.032 0.164
Si 43.432 1.051 31.271 0.007 -0.073 0.219
Si 46.198 2.57 30.979 -0.123 -0.119 0.124
Si 41.203 4.513 28.68 0.092 0.147 0.075
Si 40.533 10.707 29.287 -0.051 -0.112 0.073
Si 42.871 14.06 28.515 0.044 0.054 0.095
Si 41.108 13.121 30.779 -0.01 0.041 0.132
Si 49.85 14.981 28.865 -0.032 0.03 0.014
Si 43.562 16.133 26.588 -0.011 -0.019 -0.028
Si 51.543 12.452 26.169 0.059 -0.005 -0.085
Si 48.481 11.961 31.622 0.138 -0.094 0.075
Si 45.599 15.138 28.289 0.014 -0.113 -0.085
Si 50.811 14.118 31.391 0.077 -0.019 0.189
Si 54.405 6.782 26.88 0.073 -0.041 0.039
Si 56.919 8.058 28.302 -0.076 -0.032 0.109
Si 60.573 6.878 26.131 0.104 -0.138 -0.104
Si 54.21 11.413 27.214 -0.116 0.01 -0.042
Si 59.26 14.303 24.757 0.013 0.019 -0.255
Si 59.556 0.858 31.069 -0.105 0.022 0.071
Si 0.117 0.786 28.394 -0.105 -0.165 -0.016
Si 52.69 7.019 30.727 -0.018 0.031 0.143
Si 59.317 12.583 27.324 0.064 0.061 -0.051
Si 59.107 11.253 31.276 -0.047 -0.017 0.205
Si 52.941 2.109 30.527 0.003 0.076 0.061
Si 59.882 15.243 28.624 0.186 0.107 0.086
Si 1.408 14.957 5.289 0.004 0.004 0.008
Si 4.098 1.39 5.321 -0.01 0.003 0.011
Si 1.37 4.096 5.279 -0.002 0.009 0.006
Si 4.108 6.84 5.321 -0.004 0.016 0.003
Si 1.396 9.528 5.273 -0.001 0.003 0.009
Si 4.078 12.264 5.295 -0.009 0.018 0.003
Si 6.797 14.992 5.395 0.005 0.012 0.011
Si 9.546 1.393 5.433 -0.004 -0.007 0.003
Si 6.838 4.104 5.356 0.006 0.001 0.009
Si 9.541 6.825 5.388 -0.002 0.01 -0.003
Si 6.837 9.535 5.338 -0.001 -0.001 0.002
Si 9.54 12.265 5.405 0 0.006 0.008
Si 12.253 14.992 5.43 0.006 0.004 0.011
Si 14.975 1.387 5.47 -0.004 0 0.003
Si 12.274 4.104 5.449 0.008 0.008 0.001
Si 14.963 6.829 5.507 -0.01 0.017 0.002
Si 12.221 9.521 5.523 0.001 0.002 0.019
Si 14.97 12.317 5.54 -0.001 -0.001 0
Si 17.706 14.985 5.525 0.004 0 0.001
Si 20.437 1.394 5.474 -0.004 0.005 0.006
Si 17.699 4.046 5.53 -0.002 -0.014 0.001
Si 20.398 6.841 5.546 -0.002 -0.005 0.003
Si 17.698 9.558 5.5 0.003 -0.01 0.015
Si 20.403 12.257 5.447 -0.013 -0.013 0.006
Si 23.103 14.973 5.426 0.007 0.012 0.002
Si 25.818 1.322 5.443 0.012 0.005 0.002
Si 23.114 4.091 5.45 -0.001 -0.009 0.003
Si 25.815 6.825 5.426 -0.005 0.008 -0.01
Si 23.12 9.536 5.469 -0.013 -0.004 -0.01
Si 25.815 12.247 5.434 -0.017 0.003 -0.011
Si 28.531 14.942 5.408 0.011 -0.001 -0.003
Si 31.252 1.32 5.434 -0.001 0.003 0.018
Si 28.581 4.036 5.474 0.021 0 0.003
Si 31.29 6.788 5.45 0 0.004 -0.001
Si 28.556 9.499 5.402 0.008 -0.011 -0.004
Si 31.235 12.211 5.373 0.006 0.019 -0.006
Si 33.921 14.919 5.461 0.009 0.007 0.003
Si 36.676 1.365 5.536 0.012 0.01 0.008
Si 33.98 4.065 5.438 0.006 -0.005 0.002
Si 36.659 6.786 5.511 -0.013 0.014 0.002
Si 33.998 9.513 5.44 -0.001 -0.009 -0.001
Si 36.688 12.205 5.45 0.01 0.006 -0.017
Si 39.411 14.918 5.512 0.004 -0.012 -0.003
Si 42.163 1.309 5.533 -0.002 -0.006 0.004
Si 39.431 4.035 5.566 0.009 -0.004 0.011
Si 42.096 6.783 5.621 0 0.008 0.026
Si 39.378 9.493 5.577 0.006 0.006 0
Si 42.099 12.278 5.644 -0.016 -0.019 0.024
Si 44.851 15.047 5.55 -0.013 0.018 -0.009
Si 47.57 1.409 5.501 -0.004 0.003 0.007
Si 44.866 4.038 5.56 0.006 -0.01 0.003
Si 47.59 6.795 5.562 0.002 0.004 0.012
Si 44.868 9.544 5.619 0.003 -0.002 0.023
Si 47.621 12.273 5.564 -0.01 -0.009 0.023
Si 50.338 14.957 5.415 -0.004 -0.025 -0.008
Si 53.047 1.342 5.382 -0.003 0.001 0.005
Si 50.304 4.105 5.425 -0.013 -0.012 0.002
Si 53.027 6.802 5.361 -0.013 -0.005 0
Si 50.337 9.539 5.484 0.003 -0.013 0.001
Si 53.045 12.258 5.369 0.002 -0.007 -0.002
Si 55.766 14.933 5.316 -0.002 -0.015 0
Si 58.477 1.33 5.305 0.001 0.013 0.003
Si 55.769 4.057 5.311 0.008 -0.017 0.008
Si 58.49 6.772 5.258 0.007 -0.005 -0.003
Si 55.765 9.505 5.294 0.002 -0.003 -0.006
Si 58.472 12.211 5.283 0.004 0 0.007
Si 61.216 14.948 5.274 0.007 -0.003 0.002
Si 63.94 1.366 5.259 -0.007 0.007 0.001
Si 61.246 4.048 5.305 -0.007 -0.01 0.009
Si 63.957 6.799 5.255 0 -0.001 0.001
Si 61.213 9.499 5.233 0.015 -0.003 -0.004
Si 63.942 12.213 5.275 -0.001 0.001 0.013
Si 2.749 16.324 6.667 0.003 -0.009 -0.006
Si 5.463 2.737 6.694 0.005 -0.008 -0.003
Si 2.737 5.454 6.651 -0.004 0 -0.002
Si 5.466 8.183 6.698 -0.007 -0.003 0
Si 2.735 10.891 6.657 -0.002 -0.006 -0.004
Si 5.433 13.602 6.702 0.002 -0.008 -0.002
Si 8.169 16.341 6.757 0.005 -0.001 0.004
Si 10.897 2.753 6.797 -0.004 0.001 -0.006
Si 8.18 5.458 6.739 0.004 0 -0.003
Si 10.855 8.156 6.829 0.012 -0.001 0.002
Si 8.167 10.895 6.738 0.003 -0.013 -0.005
Si 10.893 13.621 6.78 0.001 -0.006 -0.006
Si 13.61 16.34 6.814 0.007 0.002 -0.014
Si 16.323 2.715 6.875 0.009 0 0.002
Si 13.607 5.458 6.844 -0.001 -0.007 -0.004
Si 16.328 8.197 6.853 -0.001 -0.003 0.002
Si 13.603 10.908 6.844 0.002 -0.009 -0.007
Si 16.338 13.65 6.895 -0.004 0 -0.002
Si 19.068 16.363 6.852 -0.015 0 0.004
Si 21.776 2.748 6.848 0.001 -0.009 -0.005
Si 19.033 5.459 6.871 -0.004 0.006 -0.004
Si 21.784 8.189 6.87 0.003 0.004 0.01
Si 19.06 10.916 6.853 0.003 0 -0.009
Si 21.756 13.622 6.817 -0.004 0.001 -0.006
Si 24.462 16.308 6.822 -0.002 -0.01 0.002
Si 27.179 2.697 6.811 0.007 -0.005 0.003
Si 24.478 5.455 6.811 0.002 0.003 -0.002
Si 27.187 8.167 6.797 -0.003 0.006 -0.006
Si 24.464 10.909 6.827 0.002 0.005 0.004
Si 27.187 13.591 6.8 0.002 0 -0.001
Si 29.878 16.299 6.799 -0.004 0 0.006
Si 32.602 2.703 6.797 -0.012 0.003 -0.013
Si 29.916 5.434 6.82 -0.004 -0.001 0.001
Si 32.638 8.148 6.815 0.008 -0.01 0.003
Si 29.891 10.871 6.781 0 -0.01 -0.005
Si 32.559 13.565 6.805 -0.004 0.006 -0.003
Si 35.3 16.279 6.831 -0.002 -0.007 -0.012
Si 38.038 2.7 6.904 -0.002 0.003 0
Si 35.309 5.409 6.852 0.006 0.01 -0.001
Si 38.005 8.136 6.901 0.004 0.002 -0.006
Si 35.328 10.866 6.832 0.002 0 -0.003
Si 38.033 13.559 6.848 -0.004 -0.008 -0.006
Si 40.778 16.277 6.874 -0.001 0 -0.008
Si 43.51 2.674 6.902 0.009 0.006 -0.006
Si 40.751 5.407 6.944 0.001 0.01 -0.009
Si 43.499 8.149 6.928 -0.003 -0.001 -0.007
Si 40.743 10.86 6.93 0.006 0.001 -0.003
Si 43.509 13.651 6.913 -0.002 0.002 -0.014
Si 46.234 16.374 6.888 -0.005 0.013 -0.006
Si 48.972 2.746 6.82 0.004 -0.002 -0.002
Si 46.23 5.419 6.893 -0.005 0.003 -0.006
Si 48.985 8.169 6.851 0.002 0.006 0.002
Si 46.262 10.902 6.916 0.014 -0.006 0
Si 49.01 13.633 6.851 -0.001 0.005 -0.009
Si 51.696 16.318 6.765 -0.001 0.01 -0.004
Si 54.424 2.709 6.708 -0.003 -0.003 0.002
Si 51.687 5.455 6.759 -0.003 0.01 -0.005
Si 54.412 8.163 6.69 -0.008 0.007 -0.004
Si 51.725 10.9 6.782 -0.009 0.002 -0.001
Si 54.416 13.603 6.715 0.001 0.012 0.006
Si 57.128 16.296 6.675 0 0.002 0.001
Si 59.857 2.696 6.647 0.013 0.002 0.003
Si 57.138 5.427 6.651 -0.001 -0.002 0.002
Si 59.857 8.141 6.611 -0.002 0.005 -0.009
Si 57.126 10.859 6.661 0.002 0.011 0
Si 59.848 13.583 6.629 -0.002 0.001 -0.002
Si 62.58 16.319 6.625 0 0.006 -0.003
Si 0.017 2.723 6.637 0.002 -0.004 -0.008
Si 62.596 5.443 6.634 0.001 -0.005 -0.007
Si 0.027 8.162 6.625 -0.001 0 -0.004
Si 62.572 10.85 6.619 0.004 0.006 -0.001
Si 0.019 13.597 6.627 -0.004 -0.004 -0.009
Si 1.376 1.364 8.007 -0.01 -0.008 0.001
Si 4.09 4.097 8.032 -0.003 -0.005 -0.005
Si 1.378 6.814 8.006 0.001 0.012 -0.007
Si 4.096 9.544 8.038 0.012 0.016 0.002
Si 1.368 12.245 8.009 -0.004 0.002 -0.008
Si 4.092 14.974 8.054 0 0.011 0
Si 6.808 1.39 8.09 0.009 0.008 0.002
Si 9.528 4.113 8.133 0.012 0.007 0.001
Si 6.806 6.818 8.079 -0.002 0 -0.003
Si 9.5 9.545 8.144 -0.002 -0.011 -0.003
Si 6.794 12.254 8.078 -0.007 0.003 0.001
Si 9.521 14.978 8.123 -0.005 -0.005 -0.001
Si 12.246 1.387 8.163 0.008 -0.002 -0.007
Si 14.968 4.105 8.208 0.008 0.012 -0.001
Si 12.231 6.814 8.188 -0.009 -0.003 -0.001
Si 14.962 9.553 8.208 0 -0.003 0.003
Si 12.235 12.275 8.177 0.007 0.005 -0.008
Si 14.96 15.01 8.217 0.008 0.007 0.006
Si 17.694 1.375 8.228 -0.01 -0.004 0.003
Si 20.41 4.104 8.216 -0.004 -0.003 -0.005
Si 17.678 6.831 8.22 -0.002 0.006 0.003
Si 20.418 9.558 8.22 0.003 0.005 -0.002
Si 17.694 12.266 8.226 -0.008 -0.004 0
Si 20.413 14.984 8.205 -0.001 0 -0.009
Si 23.128 1.372 8.199 0.005 0.012 -0.001
Si 25.837 4.087 8.176 -0.001 -0.006 -0.003
Si 23.136 6.811 8.209 -0.002 0.004 -0.003
Si 25.835 9.537 8.175 0.01 0.011 -0.009
Si 23.11 12.268 8.198 0.008 -0.003 -0.005
Si 25.828 14.954 8.18 -0.003 -0.002 -0.002
Si 28.533 1.346 8.181 -0.002 -0.002 -0.004
Si 31.257 4.065 8.185 0.006 0.011 0.006
Si 28.535 6.797 8.171 -0.007 -0.012 -0.003
Si 31.251 9.512 8.16 0.004 -0.001 -0.011
Si 28.54 12.23 8.168 0.009 0.011 0
Si 31.223 14.939 8.178 -0.015 -0.016 0.001
Si 33.945 1.338 8.181 0.012 0.008 -0.013
Si 36.672 4.069 8.233 0.021 0.014 -0.003
Si 33.956 6.779 8.206 0 -0.001 -0.001
Si 36.653 9.508 8.235 -0.007 -0.012 0
Si 33.946 12.227 8.176 0.007 0.006 -0.008
Si 36.667 14.929 8.196 0.006 -0.005 -0.001
Si 39.407 1.32 8.227 -0.007 0.002 -0.008
Si 42.147 4.044 8.25 -0.009 0 -0.005
Si 39.382 6.783 8.258 -0.001 -0.008 -0.001
Si 42.136 9.514 8.264 0.003 0.006 0.002
Si 39.373 12.218 8.252 -0.009 -0.021 0.001
Si 42.131 14.96 8.27 0.005 0.003 -0.003
Si 44.879 1.361 8.272 -0.003 -0.003 0.004
Si 47.623 4.076 8.216 -0.002 0.002 -0.005
Si 44.872 6.775 8.249 -0.009 0 0.007
Si 47.627 9.511 8.223 -0.014 -0.011 0.006
Si 44.885 12.267 8.237 0.016 0.008 0.004
Si 47.625 14.985 8.191 0.008 0 -0.006
Si 50.338 1.354 8.138 -0.019 -0.002 -0.001
Si 53.059 4.067 8.08 -0.015 -0.015 -0.01
Si 50.36 6.8 8.165 0.007 0.009 0
Si 53.086 9.516 8.098 0.001 0.01 0
Si 50.366 12.239 8.166 -0.003 -0.002 -0.006
Si 53.069 14.953 8.102 0 -0.011 -0.005
Si 55.786 1.343 8.054 0.004 0.008 -0.007
Si 58.504 4.069 8.007 0.014 -0.002 -0.002
Si 55.779 6.785 8.025 0.001 -0.002 -0.008
Si 58.504 9.498 7.994 0.001 -0.008 -0.007
Si 55.782 12.223 8.043 -0.014 -0.011 -0.001
Si 58.5 14.936 8.017 -0.006 -0.005 0.003
Si 61.218 1.342 8.001 -0.011 -0.007 0.001
Si 63.945 4.083 8.002 0.003 0.003 -0.001
Si 61.219 6.795 7.985 0.012 -0.003 0.001
Si 63.935 9.507 7.99 -0.008 -0.011 -0.001
Si 61.219 12.224 7.98 0.006 0.001 -0.003
Si 63.942 14.959 7.985 0.006 0.001 -0.001
Si 0.021 16.313 9.355 -0.006 0.003 -0.002
Si 2.736 2.722 9.38 0.006 0.001 -0.002
Si 0.021 5.447 9.363 0.005 -0.002 -0.001
Si 2.731 8.169 9.379 -0.008 -0.012 -0.004
Si 0.007 10.877 9.355 -0.002 0.003 -0.007
Si 2.725 13.598 9.386 -0.006 -0.006 -0.004
Si 5.449 16.33 9.425 0.007 -0.012 0.001
Si 8.163 2.738 9.468 -0.001 0.003 0
Si 5.444 5.445 9.417 0.001 -0.001 0.003
Si 8.142 8.17 9.477 -0.001 0.01 0.007
Si 5.44 10.888 9.43 -0.001 -0.007 0.004
Si 8.152 13.609 9.456 0.008 -0.003 -0.003
Si 10.875 16.338 9.499 0.001 -0.003 -0.007
Si 13.596 2.741 9.545 0.001 -0.003 -0.001
Si 10.87 5.455 9.529 0.006 0.001 0.001
Si 13.589 8.184 9.547 0.003 0.002 -0.001
Si 10.864 10.901 9.511 -0.002 -0.003 -0.004
Si 13.589 13.634 9.547 0.001 -0.006 -0.003
Si 16.321 16.354 9.586 -0.002 -0.003 0.004
Si 19.046 2.753 9.579 -0.012 0.004 -0.003
Si 16.316 5.47 9.575 -0.004 0.003 0.006
Si 19.045 8.197 9.572 0.004 -0.004 -0.001
Si 16.32 10.912 9.575 0.004 -0.006 0.001
Si 19.05 13.635 9.581 -0.005 0.001 -0.001
Si 21.765 16.347 9.574 0 -0.005 -0.002
Si 24.479 2.741 9.559 -0.004 -0.006 0.002
Si 21.767 5.467 9.577 0 -0.002 -0.003
Si 24.489 8.182 9.566 0.006 -0.009 0.003
Si 21.767 10.916 9.587 -0.01 0.007 0.002
Si 24.47 13.619 9.567 -0.006 -0.008 0.002
Si 27.172 16.323 9.555 0.004 -0.002 0
Si 29.882 2.718 9.549 -0.006 0.001 -0.003
Si 27.185 5.447 9.557 0 0.005 0.006
Si 29.889 8.16 9.54 -0.003 0.005 0.001
Si 27.183 10.888 9.554 -0.007 -0.005 0.005
Si 29.875 13.592 9.555 0.001 0.007 0.009
Si 32.58 16.306 9.547 -0.006 -0.001 -0.007
Si 35.302 2.689 9.56 0.003 0.001 -0.005
Si 32.595 5.424 9.567 0.007 0.001 0.002
Si 35.302 8.137 9.58 0.007 -0.001 0.007
Si 32.594 10.867 9.547 0.002 -0.002 0.004
Si 35.3 13.579 9.558 0.004 0.004 0.003
Si 38.031 16.281 9.567 0.009 -0.01 0
Si 40.772 2.683 9.582 0.012 -0.004 -0.008
Si 38.029 5.417 9.6 -0.011 0.014 0.007
Si 40.772 8.136 9.597 -0.001 -0.003 -0.007
Si 38.022 10.852 9.601 0 0.011 0.001
Si 40.764 13.572 9.589 -0.005 -0.007 -0.007
Si 43.514 16.31 9.603 0.001 0.006 0.007
Si 46.266 2.721 9.585 -0.006 0.002 0.004
Si 43.517 5.408 9.596 0.007 0.001 0
Si 46.26 8.144 9.569 0.012 -0.001 0.006
Si 43.524 10.883 9.581 -0.007 -0.009 0
Si 46.277 13.614 9.557 -0.005 0.004 0.001
Si 48.993 16.332 9.535 -0.003 0.01 0.004
Si 51.712 2.716 9.469 0.001 -0.004 -0.002
Si 49.001 5.443 9.534 -0.003 0.002 -0.002
Si 51.736 8.165 9.483 -0.006 0 0.002
Si 49.013 10.877 9.535 0.004 0.001 0.002
Si 51.73 13.602 9.499 -0.001 -0.001 0.01
Si 54.436 16.314 9.439 -0.008 0.01 0.006
Si 57.152 2.715 9.388 0.001 -0.003 0
Si 54.432 5.435 9.415 -0.006 0.006 -0.001
Si 57.144 8.151 9.371 -0.001 0.002 0.001
Si 54.441 10.882 9.438 0.007 -0.005 0.001
Si 57.146 13.585 9.391 0.002 0 0.001
Si 59.862 16.306 9.367 0.014 0.009 0.003
Si 62.578 2.716 9.349 -0.004 -0.001 -0.001
Si 59.864 5.436 9.354 -0.006 0.006 0.001
Si 62.575 8.153 9.352 0.002 0.004 0.003
Si 59.862 10.866 9.349 0 0.005 -0.001
Si 62.579 13.591 9.338 0.004 0.007 -0.003
Si 1.374 14.962 10.735 -0.002 0.003 0
Si 4.088 1.372 10.768 -0.001 -0.002 0.002
Si 1.382 4.092 10.727 -0.005 0.002 -0.002
Si 4.08 6.811 10.756 -0.006 0.013 0.001
Si 1.367 9.529 10.728 -0.007 0.009 -0.003
Si 4.074 12.249 10.771 0 0.007 0.004
Si 6.799 14.976 10.804 0.007 0 0.003
Si 9.511 1.377 10.845 0.008 -0.001 0.002
Si 6.794 4.096 10.808 0.009 -0.001 0.003
Si 9.495 6.819 10.86 0.005 -0.002 0.001
Si 6.783 9.537 10.818 -0.005 -0.006 0.005
Si 9.494 12.263 10.849 -0.004 -0.002 0.001
Si 12.218 14.993 10.892 0.006 0.005 0
Si 14.951 1.399 10.926 0.01 0.003 0.005
Si 12.228 4.1 10.895 -0.006 0.006 0.003
Si 14.945 6.831 10.921 -0.004 -0.002 0.003
Si 12.216 9.547 10.889 0.006 0.002 0
Si 14.944 12.279 10.917 -0.003 0.006 0.006
Si 17.681 14.994 10.941 -0.01 -0.002 0.002
Si 20.405 1.394 10.94 -0.008 -0.003 -0.006
Si 17.681 4.115 10.936 0.01 0.005 0.002
Si 20.404 6.834 10.934 -0.003 0.009 -0.008
Si 17.682 9.556 10.936 -0.001 0 -0.001
Si 20.406 12.278 10.952 0.005 -0.002 -0.001
Si 23.122 14.991 10.942 0.008 0.001 -0.003
Si 25.828 1.378 10.93 0.002 0.007 -0.004
Si 23.126 4.105 10.935 -0.002 -0.001 -0.006
Si 25.838 6.817 10.936 -0.004 0.003 0
Si 23.128 9.545 10.941 0.001 0.003 -0.001
Si 25.825 12.251 10.928 0.004 0.01 -0.002
Si 28.524 14.964 10.921 -0.006 -0.013 -0.004
Si 31.229 1.356 10.919 -0.002 0.004 -0.005
Si 28.537 4.086 10.932 0.003 -0.006 0.005
Si 31.231 6.793 10.922 0.002 -0.008 0
Si 28.538 9.524 10.92 0.001 0.006 -0.005
Si 31.24 12.233 10.916 -0.001 0.004 -0.008
Si 33.941 14.95 10.916 0.008 0.005 -0.004
Si 36.667 1.328 10.918 0.006 0.004 -0.002
Si 33.949 4.055 10.924 0.006 0.007 -0.002
Si 36.669 6.783 10.939 0.002 0.009 -0.001
Si 33.938 9.502 10.927 0.007 -0.015 -0.008
Si 36.656 12.221 10.935 0 -0.016 0.001
Si 39.398 14.93 10.931 0.006 -0.002 -0.001
Si 42.146 1.346 10.94 -0.01 0.005 0.005
Si 39.408 4.047 10.929 -0.004 0.009 -0.004
Si 42.149 6.77 10.936 -0.007 0.001 0.005
Si 39.409 9.493 10.943 -0.001 -0.006 0.001
Si 42.15 12.224 10.934 -0.001 0.013 0.002
Si 44.905 14.949 10.919 -0.002 -0.009 0.005
Si 47.633 1.35 10.914 -0.004 0.004 0.004
Si 44.901 4.064 10.942 0.005 0.002 0.011
Si 47.643 6.788 10.905 -0.006 -0.002 0.005
Si 44.898 9.51 10.914 -0.001 -0.002 0.003
Si 47.645 12.233 10.885 0.009 -0.009 -0.008
Si 50.364 14.955 10.863 -0.017 0 -0.002
Si 53.078 1.348 10.808 -0.01 0.004 0
Si 50.363 4.063 10.859 -0.006 0.004 0.001
Si 53.094 6.786 10.812 -0.004 0.009 0.001
Si 50.385 9.509 10.866 0.007 -0.011 -0.003
Si 53.095 12.227 10.831 0.004 -0.012 0.003
Si 55.797 14.937 10.777 0.004 -0.001 0.002
Si 58.509 1.348 10.737 -0.005 0.004 0.001
Si 55.798 4.072 10.762 0 -0.011 -0.001
Si 58.503 6.792 10.721 0.003 -0.005 -0.002
Si 55.803 9.507 10.762 -0.013 0.013 0
Si 58.509 12.215 10.729 0.002 -0.005 0.002
Si 61.226 14.944 10.711 -0.004 -0.005 0.006
Si 63.94 1.352 10.702 0.012 -0.01 -0.003
Si 61.219 4.074 10.711 0.007 -0.004 0.005
Si 63.933 6.801 10.718 -0.006 -0.004 0.003
Si 61.219 9.515 10.713 0.009 -0.007 0.004
Si 63.933 12.239 10.712 -0.008 0 0.001
Si 2.736 16.311 12.109 -0.004 -0.006 0.001
Si 5.445 2.717 12.153 -0.001 0.006 0.002
Si 2.734 5.441 12.111 0.001 -0.003 0.004
Si 5.416 8.162 12.145 0.001 -0.007 0
Si 2.716 10.875 12.116 -0.01 -0.008 -0.003
Si 5.437 13.6 12.138 -0.002 0.005 -0.001
Si 8.145 16.331 12.19 0.008 -0.002 -0.003
Si 10.855 2.733 12.227 0.01 -0.004 -0.004
Si 8.134 5.446 12.203 0.001 0.002 0.003
Si 10.848 8.175 12.233 -0.008 0.001 0.001
Si 8.136 10.892 12.197 0.008 0.001 -0.001
Si 10.836 13.629 12.226 -0.003 -0.014 -0.007
Si 13.573 16.354 12.264 -0.002 -0.003 -0.006
Si 16.309 2.761 12.291 -0.011 0 -0.001
Si 13.578 5.463 12.268 0.002 0 0.002
Si 16.307 8.196 12.28 0.005 0.004 0.001
Si 13.562 10.919 12.257 0.005 -0.005 -0.004
Si 16.299 13.642 12.285 0.007 -0.005 -0.001
Si 19.031 16.37 12.302 -0.003 -0.004 -0.002
Si 21.763 2.759 12.305 0.003 0.005 0.003
Si 19.04 5.48 12.297 -0.003 0.003 -0.002
Si 21.758 8.191 12.304 -0.013 -0.012 -0.003
Si 19.035 10.92 12.309 -0.002 0 0.001
Si 21.761 13.645 12.315 -0.009 0 -0.002
Si 24.47 16.357 12.314 -0.007 -0.002 0.003
Si 27.172 2.74 12.306 -0.006 -0.009 0.002
Si 24.473 5.468 12.309 -0.003 0 0.002
Si 27.193 8.174 12.311 0.004 -0.003 0.003
Si 24.479 10.904 12.317 0.001 0.002 0.003
Si 27.167 13.622 12.296 -0.005 0.001 0.001
Si 29.868 16.33 12.292 -0.006 -0.001 0.004
Si 32.579 2.714 12.294 0.01 -0.003 -0.002
Si 29.888 5.443 12.315 -0.002 0.014 0.002
Si 32.582 8.148 12.295 -0.005 0.003 0.001
Si 29.882 10.889 12.293 0.01 0.003 0.003
Si 32.588 13.594 12.287 0.001 -0.001 0.004
Si 35.296 16.307 12.288 0.007 -0.004 -0.001
Si 38.042 2.681 12.27 0.005 -0.002 0
Si 35.313 5.411 12.28 0.01 0.005 -0.004
Si 38.054 8.12 12.292 -0.006 -0.007 -0.002
Si 35.304 10.85 12.289 -0.008 0.006 0.004
Si 38.034 13.573 12.286 0 0 0
Si 40.782 16.289 12.266 0.002 0.001 -0.002
Si 43.529 2.694 12.281 -0.001 -0.001 -0.003
Si 40.786 5.397 12.279 0 -0.004 -0.001
Si 43.54 8.134 12.263 0.001 0.006 -0.01
Si 40.795 10.848 12.279 0.004 -0.009 -0.001
Si 43.542 13.582 12.261 0.008 0.002 -0.007
Si 46.268 16.306 12.268 0.001 -0.007 0.001
Si 49.011 2.71 12.243 -0.007 0.003 0.004
Si 46.292 5.421 12.268 0.003 0.008 -0.003
Si 49.025 8.153 12.232 0.005 0.01 -0.005
Si 46.288 10.87 12.243 0.004 0.008 0.004
Si 49.011 13.587 12.229 -0.005 0 0.004
Si 51.738 16.314 12.199 0 0.008 0.001
Si 54.447 2.714 12.137 -0.008 0 0
Si 51.736 5.431 12.185 -0.001 -0.004 -0.001
Si 54.457 8.159 12.147 0.011 0 -0.001
Si 51.755 10.863 12.211 -0.019 0.008 0.003
Si 54.457 13.589 12.176 -0.005 0.004 0.002
Si 57.164 16.304 12.113 -0.005 -0.001 0
Si 59.861 2.725 12.083 0.012 -0.002 0.004
Si 57.157 5.445 12.106 0.001 0.017 0.001
Si 59.851 8.163 12.072 -0.003 0.003 -0.003
Si 57.153 10.873 12.112 0.001 -0.02 -0.003
Si 59.872 13.579 12.071 -0.002 -0.003 0.004
Si 62.589 16.309 12.061 0.003 0.01 -0.003
Si 0.021 2.714 12.053 -0.006 -0.001 -0.004
Si 62.571 5.438 12.07 -0.001 0 0.005
Si 0.007 8.169 12.079 0.008 0.002 -0.003
Si 62.574 10.881 12.072 0.003 0.006 -0.001
Si 0.016 13.592 12.079 -0.001 0 -0.004
Si 1.37 1.366 13.43 0 0.007 -0.004
Si 4.088 4.083 13.491 -0.002 -0.001 0.005
Si 1.374 6.824 13.44 -0.015 0.002 -0.001
Si 4.065 9.523 13.499 -0.011 -0.004 -0.001
Si 1.363 12.244 13.463 -0.007 0.001 0.005
Si 4.098 14.965 13.491 0.005 -0.01 0.005
Si 6.792 1.367 13.548 0.011 -0.015 0.005
Si 9.478 4.075 13.579 0.007 0.007 0.005
Si 6.751 6.808 13.53 -0.011 0.024 0.001
Si 9.478 9.534 13.579 0.005 0.001 0.01
Si 6.765 12.252 13.54 0.004 -0.002 0.003
Si 9.471 14.977 13.589 0.003 0.014 0.006
Si 12.205 1.395 13.613 -0.005 -0.001 0.005
Si 14.942 4.118 13.645 0.007 0.003 0.006
Si 12.191 6.812 13.609 0.01 -0.007 0.003
Si 14.928 9.564 13.613 -0.005 0.008 0.003
Si 12.181 12.282 13.603 -0.006 0.004 0.004
Si 14.932 15.009 13.637 0 0 0.008
Si 17.663 1.411 13.666 0.005 0.001 0.004
Si 20.404 4.127 13.664 -0.005 0 -0.002
Si 17.666 6.839 13.648 0.002 -0.002 0.004
Si 20.395 9.551 13.669 0.013 0.002 -0.001
Si 17.662 12.295 13.65 -0.009 -0.002 0.004
Si 20.398 15.026 13.664 -0.005 0.003 -0.001
Si 23.121 1.414 13.683 0.003 -0.009 0.003
Si 25.826 4.112 13.685 -0.004 0.004 0.003
Si 23.109 6.828 13.676 0 0.008 -0.006
Si 25.844 9.543 13.685 0.005 -0.003 0.006
Si 23.119 12.281 13.677 0.001 0.002 0.005
Si 25.827 14.992 13.677 0.008 -0.004 -0.005
Si 28.518 1.375 13.675 -0.004 0.005 0.002
Si 31.242 4.076 13.689 0.01 -0.006 0.001
Si 28.542 6.812 13.693 0.008 0 0.004
Si 31.23 9.521 13.661 -0.006 -0.002 0
Si 28.528 12.269 13.656 -0.011 0.001 -0.013
Si 31.226 14.967 13.648 0.008 -0.001 -0.003
Si 33.933 1.355 13.656 -0.012 0.013 0
Si 36.686 4.048 13.623 -0.002 0.008 0.003
Si 33.944 6.761 13.634 0.011 -0.008 -0.009
Si 36.684 9.481 13.629 0.01 -0.001 -0.005
Si 33.945 12.218 13.642 0.011 -0.01 -0.008
Si 36.662 14.937 13.633 0.001 0.005 -0.001
Si 39.412 1.316 13.614 0.011 -0.003 -0.001
Si 42.163 4.045 13.63 -0.005 0.004 0.01
Si 39.423 6.745 13.637 -0.003 0.006 0.004
Si 42.18 9.487 13.62 0.001 -0.008 0.004
Si 39.426 12.209 13.618 -0.003 0.003 0.004
Si 42.187 14.955 13.6 -0.004 -0.013 -0.008
Si 44.894 1.332 13.628 -0.011 0.004 0.009
Si 47.654 4.055 13.623 -0.001 0.008 0.011
Si 44.926 6.78 13.607 0.004 0.001 0.002
Si 47.668 9.516 13.587 0.01 -0.006 0.009
Si 44.921 12.221 13.597 -0.02 0.011 0.003
Si 47.636 14.927 13.594 0.002 0.002 -0.001
Si 50.382 1.341 13.575 -0.015 0.002 0.008
Si 53.108 4.072 13.52 -0.008 0 0.001
Si 50.389 6.779 13.57 -0.017 0.002 0.004
Si 53.122 9.492 13.557 0.012 -0.009 0.001
Si 50.391 12.223 13.562 0.003 -0.018 0.003
Si 53.1 14.947 13.546 -0.005 -0.005 0.007
Si 55.804 1.341 13.475 -0.006 0.004 0
Si 58.513 4.09 13.46 -0.014 -0.004 0.005
Si 55.824 6.81 13.492 -0.011 0 -0.004
Si 58.499 9.509 13.459 0.003 0.01 0.002
Si 55.819 12.215 13.517 0.003 0.001 0.006
Si 58.521 14.92 13.448 0.014 0.004 -0.004
Si 61.225 1.348 13.409 0.004 0.002 -0.001
Si 63.943 4.067 13.401 0.015 -0.012 0.001
Si 61.199 6.799 13.42 0.007 0.003 -0.001
Si 63.929 9.53 13.436 -0.009 0.006 0.003
Si 61.215 12.227 13.443 0.002 -0.007 0.005
Si 63.941 14.95 13.429 0.003 0.001 0.003
Si 0.019 16.323 14.772 -0.007 -0.007 0.006
Si 2.734 2.694 14.812 0.004 -0.011 0.007
Si 0.017 5.435 14.744 -0.002 0 0.002
Si 2.717 8.155 14.851 -0.006 0.01 0.007
Si 0.002 10.881 14.816 0.014 -0.002 0.006
Si 2.748 13.583 14.822 -0.001 0.008 -0.004
Si 5.447 16.304 14.894 0 0 0.007
Si 8.122 2.719 14.955 0.003 -0.01 0.002
Si 5.415 5.435 14.897 0.003 -0.005 0.006
Si 8.084 8.169 14.905 0 -0.016 0.001
Si 5.41 10.873 14.884 0.001 0.005 0.002
Si 8.087 13.615 14.936 -0.004 -0.013 0.005
Si 10.814 16.361 14.948 0.01 -0.015 0.001
Si 13.568 2.75 14.986 0 0 0
Si 10.824 5.427 14.954 -0.005 0.001 0.002
Si 13.552 8.193 14.945 0.005 0.007 0
Si 10.811 10.912 14.952 0.003 -0.004 0
Si 13.53 13.658 14.964 -0.003 0.001 -0.005
Si 16.28 16.377 15.018 -0.006 0 0
Si 19.028 2.787 15.02 0.001 0.001 -0.002
Si 16.302 5.485 15.01 0 -0.006 0.005
Si 19.02 8.191 15.025 -0.013 -0.002 -0.001
Si 16.273 10.937 14.982 -0.001 -0.009 0.001
Si 19.012 13.682 15.007 0.003 -0.001 0.002
Si 21.745 16.395 15.042 -0.011 0.006 0.004
Si 24.469 2.772 15.071 -0.001 0.007 -0.001
Si 21.754 5.475 15.057 -0.003 0.001 0.01
Si 24.475 8.181 15.039 -0.002 -0.014 0.011
Si 21.755 10.917 15.03 -0.014 -0.005 0
Si 24.472 13.647 15.05 0 0.006 0.001
Si 27.164 16.354 15.066 -0.011 -0.011 0.001
Si 29.865 2.727 15.053 -0.01 -0.009 0.004
Si 27.183 5.461 15.069 -0.007 -0.002 0.001
Si 29.897 8.177 15.064 0.001 0.001 0.002
Si 27.201 10.919 15.048 0.011 0.013 0.012
Si 29.86 13.641 15.031 0.002 0.007 0.006
Si 32.564 16.325 15.025 0.006 0.001 0.008
Si 35.302 2.731 14.991 0.01 0.002 0.003
Si 32.618 5.428 15.056 0 0.016 0.014
Si 35.33 8.097 14.968 -0.003 -0.006 0.003
Si 32.585 10.879 15.02 0.011 0.007 0.006
Si 35.31 13.571 14.995 -0.007 0.001 0.002
Si 38.035 16.297 14.972 -0.001 -0.005 0.008
Si 40.807 2.644 14.961 -0.009 -0.001 0.011
Si 38.077 5.358 14.993 0.004 -0.008 0.002
Si 40.82 8.104 14.956 0.004 -0.004 -0.009
Si 38.064 10.837 14.966 0.009 0 0.013
Si 40.834 13.58 14.917 0.014 0.001 -0.008
Si 43.533 16.294 15 -0.008 0.015 0.003
Si 46.271 2.684 14.964 -0.011 -0.012 -0.002
Si 43.563 5.405 14.948 0.002 0.006 0
Si 46.317 8.14 14.936 -0.015 -0.007 0.006
Si 43.582 10.844 14.947 0.005 -0.001 0.004
Si 46.258 13.589 14.968 0.005 -0.02 -0.002
Si 49.023 16.275 14.919 -0.007 -0.004 -0.004
Si 51.765 2.713 14.898 0.01 0.013 0.012
Si 49.044 5.422 14.953 0.001 -0.011 0
Si 51.763 8.127 14.921 0 -0.006 0.002
Si 49.03 10.884 14.937 -0.002 0.018 -0.002
Si 51.76 13.57 14.915 -0.005 0.027 -0.003
Si 54.48 16.307 14.88 0.001 0.003 0.002
Si 57.154 2.719 14.806 -0.002 0.001 0.004
Si 54.47 5.455 14.847 0.005 0.008 -0.007
Si 57.171 8.168 14.868 0 0.008 0.01
Si 54.495 10.848 14.914 -0.004 -0.018 0.009
Si 57.187 13.579 14.858 0.01 0.012 0.008
Si 59.897 16.284 14.765 -0.007 -0.006 -0.006
Si 62.574 2.72 14.751 0.002 -0.013 0.008
Si 59.849 5.475 14.823 0.01 0.018 0.011
Si 62.537 8.177 14.761 -0.005 -0.001 -0.005
Si 59.834 10.885 14.804 -0.002 -0.009 0
Si 62.588 13.583 14.785 -0.007 0.007 0.005
O 0.21 14.979 22.737 -0.342 -0.03 -0.167
O 64.702 5.945 29.604 0.018 -0.363 -0.206
O 2.498 16.284 22.152 0.214 -0.132 0.426
O 4.226 16.856 25.145 -0.312 -0.711 0.21
O 63.951 2.253 22.761 0.067 0.006 0.251
O 62.287 1.751 27.543 -0.037 -0.298 -0.289
O 0.601 3.903 23.033 0.144 -0.101 0.491
O 2.57 5.262 21.992 0.112 -0.017 0.373
O 2.922 9.363 23.956 0.272 -0.15 -0.405
O 6.656 8.856 23.206 -0.194 -0.222 0.064
O 3.776 11.89 23.336 0.472 0.21 0.326
O 6.022 7.447 25.372 0.207 -0.48 -0.187
O 11.409 9.881 25.833 -0.195 0.545 0.345
O 11.803 3.736 23.064 0.206 -0.007 0.304
O 9.88 1.863 23.015 -0.14 0.013 0.216
O 8.495 8.047 25.008 0.12 0.214 0.081
O 8.098 5.425 22.186 -0.024 0.019 0.425
O 9.931 7.053 23.074 0.218 0.017 -0.063
O 9.53 5.498 25.169 -0.246 -0.242 -0.315
O 8.039 10.819 22.139 -0.175 0.122 0.11
O 14.703 1.57 23.319 0.178 0.551 0.596
O 13.37 15.918 22.534 0.598 0.224 -0.114
O 9.367 4.11 27.348 0.142 0 0.414
O 13.796 14.3 26.911 -0.309 -0.121 -0.406
O 15.539 10.18 24.129 -0.19 0.475 -0.176
O 15.009 7.998 22.539 0.25 0.366 -0.11
O 13.51 5.638 22.229 -0.158 0.014 0.243
O 17.542 10.389 25.851 -0.3 0.026 0.21
O 7.133 3.901 25.915 0.007 0.391 -0.169
O 13.463 10.877 21.92 0.179 0.037 0.32
O 14.967 12.886 22.973 -0.43 0.118 0.356
O 17.286 11.766 30.867 0.296 0.494 0.128
O 17.06 14.541 22.97 -0.09 0.146 0.387
O 17.116 7.131 30.531 0.036 -0.115 -0.163
O 20.711 1.237 23.35 0.245 0.556 -0.015
O 19.324 5.654 25.249 0.066 -0.241 0.358
O 19.777 6.796 22.995 -0.737 -0.304 -0.006
O 27.139 11.366 29.937 0.762 -0.257 0.144
O 17.816 9.56 23.303 0.36 -0.322 0.495
O 19.151 11.04 21.863 0.08 0.141 -0.012
O 22.685 14.385 23.21 0.418 -0.027 0.428
O 20.525 12.963 22.903 0.028 0.086 0.042
O 24.317 16.264 22.369 -0.189 0.048 0.35
O 33.753 13.015 27.692 0.084 0.203 -0.22
O 25.444 5.072 27.679 -0.053 0.484 -0.022
O 25.92 0.841 26.105 -0.107 0.116 0.503
O 24.573 5.529 22.272 -0.129 0.089 0.391
O 26.45 7.109 23.161 0.202 -0.324 0.178
O 25.763 9.579 23.073 -0.144 -0.132 -0.714
O 21.649 8.364 22.147 0.132 -0.049 0.282
O 27.055 13.616 22.292 0.204 0.178 0.18
O 33.297 15.887 31.949 0.214 0.476 -0.182
O 33.635 3.873 27.962 -0.191 -0.113 -0.641
O 32.863 1.18 25.205 0.605 0.392 0.063
O 31.138 6.164 25.29 -0.191 -0.09 -0.382
O 30.085 5.698 22.289 0.197 0.158 0.326
O 31.906 7.676 22.826 -0.054 0.479 0.083
O 35.704 11.139 22.156 -0.135 0.108 0.48
O 30.812 8.935 25.496 -0.5 0.131 -0.344
O 28.303 9.004 23.186 0.203 -0.31 0.272
O 29.991 10.87 22.337 0.078 -0.02 0.459
O 29.225 4.541 25.859 -0.372 0.062 0.324
O 33.95 13.611 22.531 0.17 -0.278 0.104
O 36.471 1.484 23.186 -0.544 0.158 0.276
O 38.175 3.403 22.85 -0.364 0.26 0.035
O 32.783 2.752 22.283 0.273 0.001 0.35
O 36.756 6.185 23.005 0.204 -0.232 0.244
O 38.233 8.112 22.021 -0.298 -0.085 0.417
O 38.99 1.105 23.623 -0.085 -0.116 -0.278
O 39.54 14.89 23.249 -0.113 -0.271 0.451
O 41.389 16.723 22.794 0.281 -0.419 0.214
O 43.002 2.465 22.249 0.007 0.484 -0.189
O 48.348 4.427 27.212 -0.368 -0.384 0.512
O 40.633 4.083 23.093 0.428 0.033 -0.149
O 40.673 2.581 25.428 -0.105 -0.115 -0.03
O 41.551 7.138 22.926 -0.253 -0.483 0.353
O 43.622 8.128 21.862 -0.027 -0.228 0.046
O 34.17 7.981 28.029 -0.269 0.316 -0.275
O 43.146 11.556 25.425 0.219 0.44 -0.292
O 45.308 15.531 22.916 0.614 -0.027 -0.031
O 47.697 1.169 23.196 -0.228 -0.418 0.122
O 49.057 2.891 21.995 -0.038 0.218 0.473
O 48.619 7.071 22.555 0.548 -0.046 0.037
O 49.269 7.41 25.013 0.182 -0.473 -0.118
O 45.254 9.722 23.117 -0.1 0.649 0.33
O 46.086 10.138 25.594 0.018 0.137 0.035
O 47.244 7.442 26.793 -0.224 0.357 0.652
O 42.541 15.181 27.395 -0.624 0.155 0.03
O 48.386 12.538 23.348 -0.258 -0.09 0.203
O 52.826 15.91 22.462 -0.276 0.066 0.05
O 50.993 4.351 22.839 0.384 0.511 -0.026
O 55.798 7.488 27.286 0.213 -0.017 -0.304
O 54.142 2.218 25.049 0.288 -0.16 0.503
O 51.723 5.346 25.111 -0.105 0.358 0.562
O 50.2 9.108 23.123 0.289 0.053 0.558
O 51.809 10.966 22.149 -0.133 0.103 0.358
O 53.281 13.158 22.754 -0.09 -0.235 0.291
O 51.686 2.599 29.631 -0.243 -0.026 0.155
O 57.262 16.405 22.121 0.093 0.159 0.25
O 60.695 2.407 25.263 -0.02 -0.038 0.036
O 59.122 1.675 23.103 -0.453 0.028 0.309
O 59.973 2.203 30.235 0.244 0.131 -0.088
O 56.6 14.613 27.446 0.188 -0.397 -0.254
O 55.926 3.331 23.121 0.434 -0.178 0.408
O 57.321 5.375 22.177 0.051 0.128 0.57
O 59.078 13.742 23.228 0.356 0.289 0.185
O 53.265 7.651 27.597 -0.15 -0.259 -0.149
O 64.658 8.661 24.954 -0.221 -0.128 0.354
O 61.553 0.798 23.559 0.155 0.167 -0.031
O 61.603 14.591 22.739 0.091 -0.763 -0.054
O 63.382 15.441 24.466 -0.044 0.299 0.254
O 54.931 14.742 29.591 -0.214 -0.397 0.42
O 61.051 3.371 22.833 -0.041 0.038 0.222
O 62.496 5.387 21.968 0.017 -0.028 0.142
O 59.402 6.92 22.702 0.366 -0.257 0.311
O 59.408 15.944 30.017 -0.105 -0.254 0.196
O 62.74 10.839 22.077 0.078 -0.152 0.601
O 64.819 12.27 22.761 0.482 0.36 -0.009
O 62.175 4.081 26.647 0.101 -0.044 0.226
O 0.593 16.222 24.932 0.183 -0.08 -0.031
O 4.891 5.619 29.848 -0.696 -0.003 0.056
O 3.994 1.948 22.929 0.297 0.244 -0.12
O 2.305 10.771 21.697 -0.121 0.053 -0.01
O 54.057 15.282 27.212 0.192 0.462 0.255
O 10.361 11.487 30.099 -0.073 -0.067 -0.245
O 4.341 7.266 31.88 -0.223 -0.133 -0.517
O 8.142 9.393 30.023 0.46 0.137 -0.429
O 15.583 7.648 24.904 0.162 0.102 -0.171
O 30.372 9.886 27.89 -0.247 -0.154 -0.056
O 1.401 15.545 31.902 -0.125 -0.269 -0.064
O 3.809 10.853 28.312 -0.366 0.12 0.248
O 7.896 12.069 30.456 -0.183 0.152 -0.059
O 8.054 16.357 22.26 0.057 -0.007 0.544
O 9.073 13.919 27.289 -0.385 0.209 0.23
O 4.798 5.978 27.273 -0.149 -0.137 -0.298
O 11.77 4.911 26.605 0.086 0.105 0.294
O 12.606 10.522 29.381 -0.143 -0.279 -0.376
O 33.557 12.747 25.057 0.444 0.209 0.18
O 54.034 3.301 30.555 0.381 -0.239 -0.094
O 18.837 16.303 22.17 -0.102 -0.005 0.429
O 16.105 10.59 32.83 -0.508 -0.304 -0.076
O 25.061 3.192 25.723 -0.591 -0.272 0.146
O 3.571 16.45 30.664 -0.079 0.164 -0.408
O 21.952 3.932 25.928 0.212 -0.216 -0.047
O 60.847 7.783 27.434 -0.259 0.204 0.29
O 23.23 10.182 23.125 -0.338 -0.024 0.618
O 60.643 11.667 27.52 0.255 -0.264 -0.562
O 55.267 14.863 22.821 0.177 -0.444 0.315
O 7.426 2.506 28.17 0.472 -0.471 0.342
O 19.26 0.888 25.522 -0.152 -0.43 -0.2
O 47.932 0.824 27.893 -0.509 0.266 -0.323
O 51.823 14.02 26.566 -0.179 0.028 0.109
O 2.199 2.089 24.926 -0.098 0.325 -0.158
O 49.183 10.278 29.062 0.328 0.162 0.481
O 19.496 16.406 30.851 -0.06 -0.014 -0.167
O 30.487 1.429 26.228 -0.156 0.281 0.146
O 44.055 15.465 25.197 -0.157 -0.483 -0.177
O 29.331 14.418 32.981 -0.138 -0.11 -0.209
O 20.299 8.172 25.221 0.01 0.357 -0.151
O 38.805 4.948 32.167 -0.495 0.286 -0.092
O 50.598 11.613 27.2 -0.176 0.327 0.236
O 25.178 10.033 30.915 -0.048 -0.242 -0.652
O 25.783 2.189 32.012 0.397 -0.105 -0.013
O 38.904 10.517 32.265 -0.187 0.438 -0.043
O 55.513 2.833 27.757 -0.52 -0.252 -0.201
O 24.098 5.282 29.97 -0.121 -0.304 -0.231
O 37.445 2.552 25.334 0.16 0.602 0.134
O 36.632 6.836 32.159 -0.179 -0.681 -0.119
O 54.544 5.218 27.294 -0.475 -0.324 -0.037
O 35.227 15.952 22.119 0.216 -0.099 0.352
O 33.123 7.891 25.162 0.483 0.33 0.341
O 43.388 11.433 33.172 0.1 -0.039 -0.629
O 36.103 4.794 27.726 0.258 0.185 0.379
O 38.035 5.219 25.967 -0.056 -0.247 -0.585
O 56.758 14.364 32.785 0.008 0.004 -0.263
O 32.726 15.07 24.144 -0.334 0.221 -0.431
O 31.735 7.47 27.396 -0.605 -0.144 0.277
O 42.561 0.756 29.915 0.004 -0.56 -0.138
O 38.245 3.345 30.08 -0.444 -0.022 0.097
O 34.299 6.754 23.177 -0.212 0.088 -0.646
O 3.386 7.163 25.482 -0.595 -0.354 0.404
O 1.002 1.172 27.112 0.286 0.06 0.139
O 38.105 6.002 30.026 0.253 0.052 -0.432
O 38.311 2.117 27.745 0.497 0.304 -0.032
O 55.54 9.703 31.982 -0.387 -0.168 -0.425
O 40.628 16.29 25.28 -0.132 -0.529 0.331
O 26.077 3.516 29.694 0.637 -0.01 -0.311
O 62.892 16.383 21.527 0.071 -0.097 0.013
O 19.825 13.545 32.056 -0.27 0.192 -0.268
O 31.214 4.67 27.538 -0.526 -0.033 0.071
O 26.566 6.048 29.94 0.121 0.423 -0.352
O 21.766 6.457 29.848 -0.287 -0.162 0.263
O 36.135 2.645 32.216 0.249 0.143 -0.458
O 21.752 15.028 27.394 -0.404 0.095 0.019
O 39.992 8.023 24.767 -0.332 -0.454 -0.094
O 23.62 14.234 28.992 -0.23 -0.023 0.234
O 11.976 10.8 32.021 0.179 0.621 0.106
O 46.462 16.507 25.126 -0.042 -0.343 0.761
O 39.495 13.286 30.759 -0.128 -0.208 -0.559
O 44.784 6.221 26.902 -0.194 -0.176 -0.19
O 16.361 2.904 22.093 0.117 0.101 0.474
O 35.332 3.561 29.905 0.335 -0.091 0.03
O 34.883 12.886 30.268 0.499 0.546 0.442
O 49.287 4.281 24.817 0.043 -0.09 -0.256
O 62.217 8.988 32.823 -0.188 -0.102 -0.48
O 47.671 9.14 23.822 0.126 0.649 0.107
O 13.594 5.589 28.421 0.158 -0.025 0.066
O 25.102 12.063 23.098 -0.19 0.315 0.231
O 36.493 9.395 27.917 0.538 0.021 0.102
O 61.194 8.911 22.976 0.153 -0.368 0.392
O 47.585 11.742 30.299 -0.199 0.406 -0.265
O 50.156 14.56 23.245 0.029 0.426 0.365
O 48.71 14.121 25.482 -0.139 0.676 0.267
O 26.676 8.682 25.349 0.282 -0.375 0.179
O 50.697 12.492 24.778 0.379 -0.233 -0.074
O 49.186 9.296 26.714 0.04 0.38 -0.218
O 59.034 15.979 27.456 0.264 0.304 -0.288
O 2.355 11.814 30.404 0.151 -0.441 -0.261
O 47.044 9.202 30.396 -0.255 0.205 0.047
O 59.37 13.082 25.794 0.196 -0.398 -0.156
O 9.928 12.227 23.072 -0.349 -0.341 0.239
O 31.108 1.959 31.889 0.007 -0.234 -0.446
O 21.731 12.766 25.165 0.248 -0.036 -0.145
O 35.532 5.366 25.183 -0.221 -0.197 0.077
O 28.562 15.356 23.405 0.002 0.487 0.278
O 53.667 5.92 30.08 0.094 0.053 -0.413
O 43.537 13.65 22.147 -0.126 -0.103 0.257
O 34.089 10.828 31.814 -0.278 -0.018 -0.264
O 6.14 12.662 25.035 -0.404 -0.024 -0.058
O 42.246 5.503 27.921 -0.276 0.23 -0.11
O 2.106 9.351 27.023 -0.04 -0.351 -0.429
O 41.377 11.601 30.323 0.393 -0.247 0.081
O 63.249 7.744 28.393 -0.133 0.072 0.212
O 15.952 0.905 33.021 0.135 -0.071 -0.544
O 31.875 3.626 29.906 -0.519 0.16 0.217
O 14.256 5.596 25.947 -0.352 -0.234 -0.533
O 13.188 8.215 26.904 -0.053 -0.132 -0.448
O 24.064 5.506 25.467 0.056 0.571 0.121
O 49.633 6.737 27.536 0.448 0.101 0.054
O 1.37 7.261 23.875 -0.005 -0.436 -0.131
O 3.936 7.202 22.965 0.321 -0.001 0.335
O 64.112 11.238 25.068 -0.393 0.15 0.031
O 52.692 2.602 27.207 0.506 0.293 0.338
O 40.714 8.715 33.112 -0.171 -0.046 -0.537
O 35.123 14.344 33.079 0.021 -0.328 -0.396
O 59.379 13.719 28.479 -0.289 -0.422 0.227
O 63.558 4.814 31.648 -0.005 -0.018 0.422
O 59.108 4.634 29.129 0.112 0.143 0.699
O 23.901 14.424 32.853 0.034 -0.102 -0.459
O 49.166 5.057 29.59 -0.074 -0.511 0.169
O 46.324 6.642 30.194 -0.205 0.062 -0.399
O 19.507 7.468 31.784 0.183 -0.145 -0.298
O 38.006 8.54 30.852 0.47 -0.012 -0.131
O 0.598 10.591 31.882 -0.6 0.044 -0.152
O 11.752 14.037 23.038 -0.134 0.082 0.387
O 26.739 5.146 25.376 0.156 0.498 -0.053
O 15.871 15.932 27.13 0.164 0.069 0.209
O 7.811 3.518 32.915 -0.244 0.028 -0.626
O 25.565 12.687 28.479 -0.381 -0.221 -0.296
O 47.374 1.697 30.319 0.32 0.083 -0.051
O 46.52 5.51 22.016 -0.067 0.049 0.432
O 6.236 14.604 23.158 -0.209 -0.359 -0.004
O 31.618 12.729 23.264 -0.431 -0.047 0.286
O 20.606 2.03 32.147 0.198 0.437 -0.425
O 37.776 13.223 22.177 0.017 -0.232 0.672
O 22.309 3.206 28.435 0.125 0.432 0.321
O 49.041 13.628 21.152 -0.23 -0.075 -0.521
O 64.161 5.742 26.914 0.575 0.021 -0.236
O 12.953 15.098 29.29 0.476 -0.066 0.501
O 40.545 11.297 25.181 -0.427 0.386 -0.391
O 40.49 3.386 33.152 0.105 -0.194 -0.252
O 45.632 7.659 24.79 -0.259 -0.212 -0.089
O 27.168 10.923 32.513 -0.061 0.136 0.087
O 45.106 12.043 27.024 0.131 0.574 -0.007
O 42.442 1.867 32.254 -0.011 0.263 -0.224
O 26.264 10.312 27.553 -0.25 -0.477 0.329
O 45.462 9.39 33.265 0.276 0.071 -0.655
O 42.205 9.451 24.201 0.371 -0.41 0.13
O 62.579 9.446 26.407 -0.425 0.197 -0.404
O 11.11 17.049 30.084 -0.129 0.207 -0.127
O 51.51 2.714 24.856 -0.309 -0.22 -0.103
O 57.527 7.936 32.06 -0.299 -0.307 -0.439
O 44.726 1.915 30.841 -0.053 0.326 -0.574
O 33.61 2.477 31.601 -0.16 -0.422 0.318
O 18.141 3.295 25.494 -0.078 -0.225 -0.077
O 5.832 10.651 29.863 -0.33 -0.12 0.02
O 18.578 14.172 29.895 -0.342 -0.252 -0.554
O 21.232 11.69 33.087 -0.184 -0.085 -0.445
O 53.77 10.259 28.268 0.295 0.101 0.491
O 30.112 15.9 28.302 0.33 0.314 -0.056
O 44.433 14.215 28.929 0.105 -0.248 0.264
O 38.128 14.375 28.253 0.697 -0.018 0.133
O 41.952 11.86 23.1 -0.407 0.109 0.022
O 64.242 15.968 28.079 0.135 -0.213 -0.343
O 62.429 12.139 29.506 -0.183 -0.098 -0.152
O 46.386 15.749 29.544 -0.128 -0.03 0.411
O 4.626 8.679 27.167 0.531 -0.052 0.267
O 24.768 10.525 25.297 -0.501 0.206 0.512
O 22.663 5.756 32.168 -0.234 0.19 -0.035
O 34.837 4.271 22.935 0.078 -0.241 0.309
O 48.944 15.866 29.898 -0.006 -0.056 0.564
O 52.544 1.771 32.051 0.011 -0.279 -0.251
O 36.833 16.587 26.355 0.44 -0.079 -0.189
O 2.371 14.348 29.772 -0.464 -0.256 -0.599
O 42.807 6.689 33.077 -0.297 -0.163 -0.442
O 21.394 7.782 27.583 0.512 0.093 0.077
O 28.647 13.366 25.096 0.378 -0.199 -0.45
O 50.472 15.428 32.282 0.048 0.011 -0.111
O 27.817 7.661 31.619 -0.083 0.269 -0.219
O 34.699 10.639 29.182 -0.382 -0.219 -0.233
O 30.549 10.829 30.297 -0.317 0.078 0.2
O 44.731 5.309 31.988 -0.014 -0.338 -0.163
O 15.788 14.081 25.205 0.302 -0.251 0.334
O 41.715 13.311 32.255 0.063 0.358 -0.074
O 40.506 11.409 27.835 0.177 0.208 0.109
O 5.904 16.177 32.014 -0.154 -0.282 -0.089
O 42.824 1.195 26.191 0.39 0.515 0.019
O 41.348 9.308 29.218 -0.074 -0.483 0.672
O 32.43 12.426 29.809 0.174 -0.342 -0.123
O 36.022 7.382 29.601 -0.243 -0.327 0.054
O 1.142 16.658 29.547 0.006 0.257 0.036
O 21.918 16.076 32.094 -0.176 -0.048 -0.01
O 0.317 9.241 22.543 -0.034 0.09 0.106
O 42.713 12.65 27.795 -0.492 -0.127 -0.11
O 32.454 6.158 33.054 -0.157 0.021 -0.17
O 36.715 12.062 28.169 0.23 0.04 0.55
O 55.912 4.777 29.504 0.304 0.32 0.201
O 53.834 4.53 23.85 0.317 0.052 -0.146
O 7.034 5.083 28.264 0.486 0.568 0.361
O 59.879 7.847 25.046 -0.462 0.124 0.402
O 59.379 6.194 32.785 0.071 -0.023 -0.326
O 3.763 10.908 25.764 0.665 0.424 0.067
O 19.702 11.744 30.069 0.457 -0.281 -0.145
O 11.065 7.449 25.455 0.422 -0.314 -0.18
O 16.833 5.558 25.841 0.181 -0.033 0.542
O 42.804 3.687 24.554 0.152 0.063 0.271
O 48.863 7.417 30.576 0.288 0.491 -0.341
O 44.245 5.399 29.397 -0.495 -0.436 0.184
O 51.001 4.537 27.868 0.558 0.248 -0.287
O 12.088 2.066 32.053 -0.078 -0.165 0.181
O 47.413 12.296 32.755 -0.312 -0.548 -0.177
O 58.556 12.628 31.927 0.063 0.133 -0.216
O 20.492 15.081 24.47 -0.187 -0.221 0.031
O 30.497 7.31 31.988 0.336 -0.212 -0.53
O 16.688 5.154 32.186 -0.18 -0.395 -0.238
O 46.665 10.306 28.171 -0.243 -0.605 0.229
O 13.364 3.065 29.913 -0.012 0.27 -0.087
O 0.75 5.487 31.899 0.31 0.055 -0.368
O 25.738 6.49 32.475 -0.423 -0.401 -0.171
O 56.023 0.725 29.388 0.472 -0.047 0.22
O 28.387 15.313 30.027 -0.17 -0.06 -0.127
O 58.256 1.32 31.947 -0.131 -0.35 -0.249
O 22.715 10.029 31.891 -0.481 0.255 -0.624
O 40.519 4.882 30.12 0.439 0.322 0.316
O 45.767 14.367 33.058 -0.072 0.036 -0.329
O 48.993 13.81 28.143 0.173 -0.508 0.128
O 64.091 7.328 31.856 0.307 0.197 -0.303
O 52.986 7.193 32.299 0.332 -0.448 -0.067
O 23.974 15.398 25.956 -0.068 -0.103 -0.6
O 21.803 6.183 24.535 0.505 0.571 0.062
O 6.124 15.227 25.764 0.192 -0.01 0.477
O 28.022 12.25 27.524 0.525 0.133 0.161
O 47.679 12.077 26.593 0.317 -0.236 -0.158
O 49.521 13.162 31.464 -0.259 0.213 -0.125
O 10.869 8.191 28.003 -0.196 -0.06 -0.022
O 46.235 4.017 30.298 0.147 0.106 -0.509
O 53.52 17.04 29.94 -0.196 -0.071 -0.312
O 44.503 1.504 24.089 0.118 0.137 0.369
O 26.534 14.877 25.147 -0.448 -0.08 -0.186
O 56.832 0.812 26.837 -0.149 0.343 -0.58
O 34.339 15.599 26.217 -0.042 -0.108 -0.234
O 62.823 2.426 32.192 -0.434 -0.458 -0.048
O 64.849 0.843 32.831 -0.081 0.061 -0.478
O 49.311 10.639 32.085 0.154 -0.166 -0.337
O 34.509 4.75 32.208 0.465 0.542 -0.296
O 0.512 7.591 27.941 0.639 -0.449 -0.117
O 29.859 11.32 25.798 0.234 0.242 -0.514
O 36.434 7.148 26.885 0.025 0.276 -0.202
O 30.907 1.511 23.521 -0.707 -0.263 0.038
O 22.01 12.435 27.73 0.368 -0.412 0.319
O 55.18 5.195 32.02 -0.334 0.571 0.026
O 31.005 12.708 31.991 0.32 -0.289 -0.049
O 25.403 12.548 31.796 -0.235 0.231 -0.565
O 6.67 1.461 25.05 0.529 -0.199 0.114
O 27.283 16.02 32.203 -0.049 0.041 0.05
O 18.441 9.394 30.259 0.058 0.14 0.238
O 62.69 16.971 29.879 -0.457 -0.047 0.36
O 17.676 4.753 23.381 -0.173 0.156 0.136
O 15.577 7.508 32.59 0.09 0.234 -0.187
O 6.656 3.559 23.316 0.191 -0.266 0.137
O 56.337 8.475 29.764 -0.71 -0.274 0.024
O 30.026 13.377 29.544 -0.259 -0.175 -0.546
O 64.578 2.118 28.852 0.37 0.679 0.066
O 53.715 2.159 22.545 -0.346 0.295 -0.029
O 34.919 11.017 26.542 0.437 -0.298 -0.438
O 9.306 7.061 29.776 -0.082 -0.473 -0.334
O 2.465 8.94 32.769 0.123 0.106 -0.402
O 11.945 6.638 30.021 -0.285 -0.408 0.393
O 61.509 15.224 28.425 -0.002 -0.148 -0.252
O 57.591 11.696 22.844 -0.281 -0.01 -0.028
O 23.751 7.802 30.745 0.17 0.118 -0.696
O 54.473 8.117 22.025 0.246 -0.197 0.273
O 28.923 15.746 25.99 -0.147 0.337 0.298
O 18.614 3.57 32.978 -0.13 0.064 -0.324
O 52.644 6.687 23.057 -0.345 0.048 0.322
O 29.504 3.5 33.131 -0.082 0.059 -0.191
O 6.045 5.294 32.167 0.066 -0.208 -0.116
O 17.78 11.144 28.367 -0.7 0.255 0.017
O 5.159 11.739 32.976 0.164 0.08 -0.205
O 41.55 8.575 26.76 0.318 -0.274 -0.429
O 1.426 11.483 24.522 0.115 -0.078 0.4
O 7.808 14.53 32.958 -0.058 0.002 -0.212
O 47.107 7.523 32.446 0.359 -0.563 0.072
O 13.809 3.328 27.278 0.045 -0.287 -0.506
O 4.612 12.955 29.49 0.342 0.48 0.204
O 12.439 4.585 31.997 -0.127 0.409 -0.319
O 29.347 9.498 32.566 0.577 0.077 -0.042
O 10.924 8.936 30.547 0.061 -0.203 0.438
O 52.313 16.699 25.849 -0.35 -0.059 -0.003
O 8.404 11.83 25.996 0.291 -0.336 0.296
O 13.422 8.945 33.106 0.107 0.038 -0.525
O 41.936 3.081 28.845 0.736 0.057 -0.215
O 10.629 6.278 32.922 0.04 -0.031 -0.509
O 13.211 14.406 33.043 -0.189 -0.041 -0.25
O 39.159 15.118 32.434 0.346 0.074 -0.225
O 19.997 2.748 27.267 -0.035 -0.158 0.247
O 17.401 15.396 31.955 -0.419 -0.363 -0.241
O 40.022 1.584 29.948 0.163 -0.229 0.446
O 63.573 12.616 31.893 0.308 -0.558 -0.051
O 32.483 1.022 29.846 -0.08 0.022 -0.536
O 39.099 9.651 26.609 -0.377 -0.058 0.396
O 52.995 11.698 26.157 0.053 -0.249 -0.417
O 58.09 6.971 28.5 0.139 0.223 0.234
O 15.321 1.687 28.704 0.231 0.319 0.496
O 9.508 1.692 32.03 -0.276 0.132 -0.419
O 64.205 7.051 22.94 -0.034 -0.254 0.462
O 6.159 11.779 27.504 0.125 0.373 0.068
O 47.265 2.738 25.355 -0.561 0.117 -0.034
O 14.927 10.78 30.501 0.024 -0.512 0.037
O 57.889 11.845 27.476 -0.192 0.202 0.559
O 49.385 5.372 32.186 -0.164 0.082 0.048
O 37.445 13.017 32.55 0.306 -0.318 -0.136
O 24.007 3.683 33.064 -0.24 0.03 -0.085
O 61.036 4.378 31.852 -0.275 -0.21 -0.415
O 31.002 15.421 30.723 -0.322 0.171 0.493
O 4.45 2.054 32.141 0.165 0.31 -0.328
O 0.993 9.783 29.422 -0.105 -0.173 0.19
O 29.512 8.57 29.958 -0.492 -0.446 -0.613
O 8.26 14.16 24.763 0.273 0.369 -0.367
O 51.103 8.939 33.019 0.043 0.003 -0.504
O 9.693 12.898 32.2 0.69 -0.128 0.033
O 40.846 1.003 27.7 -0.347 -0.176 -0.131
O 55.153 16.174 31.804 -0.077 0.121 -0.221
O 22.875 4.042 23.472 -0.143 -0.316 0.338
O 27.874 5.077 32.04 0.213 -0.259 -0.488
O 40.245 9.547 22.655 -0.039 0.644 0.098
O 39.891 4.456 27.724 -0.387 -0.442 0.07
O 37.201 14.642 30.653 -0.509 -0.039 0.131
O 39.52 6.992 27.092 -0.034 0.08 0.345
O 46.579 2.719 32.535 -0.189 0.557 0.115
O 19.357 7.12 29.181 -0.451 -0.215 -0.426
O 4.704 3.148 25.063 -0.372 0.646 0.364
O 37.74 0.837 33.15 -0.052 -0.118 -0.263
O 57.21 4.817 27.255 0.088 0.072 -0.713
O 8.69 7.908 32.175 -0.364 0.464 0.147
O 57.707 10.5 25.216 0.211 -0.081 0.146
O 51.047 14.448 29.812 0.52 -0.12 -0.32
O -0.225 12.117 29.858 -0.02 0.134 -0.464
O 59.995 2.82 27.626 -0.304 -0.271 -0.371
O 26.573 0.938 29.947 0.081 0.071 -0.53
O 60.624 16.645 32.156 0.318 0.345 -0.231
O 12.805 1.149 28.163 -0.021 -0.035 -0.449
O 19.42 9.421 27.354 -0.001 -0.361 0.163
O 57.869 10.282 30.962 -0.098 0.04 -0.012
O 63.716 4.486 24.52 -0.301 0.378 -0.046
O 14.756 10.075 27.973 0.166 0.212 -0.469
O 54.033 6.751 25.304 0.029 0.214 -0.076
O 27.563 2.643 25.229 0.352 -0.232 0.44
O 43.948 16.059 32.092 -0.321 -0.074 -0.236
O 5.001 3.455 28.312 -0.698 -0.019 -0.278
O 38.979 10.587 29.681 -0.02 0.055 -0.358
O 55.55 10.865 26.504 -0.029 -0.273 -0.403
O 57.515 9.35 27.571 0.471 -0.042 0.234
O 49.013 0.805 25.535 0.465 -0.294 -0.335
O 31.659 15.444 26.387 -0.089 -0.654 0.049
O 37.678 16.89 29.607 -0.007 -0.136 0.105
O 24.067 1.934 30.028 -0.139 -0.195 0.254
O 48.516 0.861 33.016 0.103 0.18 -0.627
O 5.49 0.933 27.396 -0.054 -0.409 0.423
O 17.617 1.587 27.425 -0.102 0.435 -0.02
O 61.69 9.734 28.94 0.219 -0.331 0.467
O 19.643 11.903 26.571 -0.328 0.438 -0.259
O 3.625 13.527 31.913 0.033 0.435 0.072
O 33.949 9.387 23.158 -0.265 0.432 0.429
O 28.258 4.256 23.356 -0.07 -0.274 0.006
O 11.395 9.605 22.961 -0.524 -0.379 0.217
O 62.412 3.33 29.766 -0.265 0.518 -0.286
O 52.126 13.387 31.972 0.067 -0.098 -0.638
O 23.272 0.828 27.814 0.346 0.157 0.003
O 51.158 3.665 33.076 -0.096 0.194 -0.322
O 56.088 9.669 23.215 -0.323 -0.127 0.635
O 6.712 7.292 30.591 -0.186 0.158 -0.439
O 15.123 12.873 32.103 -0.026 0.059 -0.261
O 46.776 5.309 25.347 -0.003 -0.275 -0.617
O 14.078 12.608 28.823 0.572 0.109 -0.073
O 14.626 5.941 30.759 -0.275 -0.531 -0.13
O 27.264 11.185 25.285 0.049 0.088 -0.551
O 12.191 1.332 24.156 -0.237 -0.075 0.339
O 35.805 15.438 28.451 -0.658 0.046 0.424
O 56.742 3.344 32.876 -0.201 0.052 -0.132
O -0.05 13.631 24.944 0.247 -0.053 0.695
O 7.029 10.179 32.157 0.219 -0.343 -0.075
O 61.964 6.318 25.485 -0.079 0.202 -0.195
O 6.676 10.007 25.54 -0.274 -0.067 0.083
O 53.908 11.634 32.815 0.189 -0.051 -0.412
O 11.175 15.978 32.417 -0.154 -0.18 -0.278
O 59.91 11.496 29.924 -0.333 0.373 -0.133
O 44.856 16.366 27.522 0.198 0.733 -0.115
O 10.524 3.052 25.237 -0.411 -0.233 0.323
O 25.785 1.717 23.549 0.027 0.076 0.108
O 36.429 13.986 26.339 -0.263 -0.217 -0.439
O 59.575 5.717 26.663 -0.088 -0.25 -0.397
O 10.783 15.709 27.985 -0.195 0.422 -0.481
O 32.324 10.972 26.547 0.116 -0.16 0.105
O 20.685 5.232 27.847 -0.454 0.06 -0.067
O 14.482 2.91 32.288 0.602 0.312 -0.173
O 11.604 13.258 28.075 -0.134 -0.535 -0.092
O 52.91 8.457 30.03 0.269 0.552 0.327
O 46.624 14.409 27.26 -0.303 0.237 -0.388
O 62.087 14.509 32.856 0.075 -0.12 -0.386
O 12.305 11.68 24.215 0.624 0.191 0.017
O 50.29 15.979 27.667 0.531 -0.101 -0.112
O 43.405 10.157 27.687 0.274 -0.052 0.095
O 18.329 9.15 33.22 -0.013 -0.031 -0.084
O 17.17 16.319 29.456 -0.257 0.069 0.016
O 53.534 14.715 24.738 0.029 -0.259 0.035
O 51.366 9.284 28.087 -0.062 -0.439 0.205
O 35.708 2.293 27.498 -0.267 -0.454 0.166
O 17.244 12.16 23.999 0.292 0.063 0.187
O 40.66 5.208 25.393 0.237 0.413 0.071
O 41.847 14.141 29.76 0.164 0.63 0.136
O 24.491 8.717 33.086 0.032 0.241 0.23
O 57.982 15.219 25.223 -0.363 0.3 -0.189
O 51.216 6.422 30.539 0.072 0.048 -0.086
O 21.617 1.122 29.863 -0.355 0.023 -0.339
O 44.973 3.893 23.17 0.457 -0.009 0.362
O 25.867 14.76 30.265 -0.429 -0.145 0.522
O 64.983 2.388 25.132 -0.313 0.191 0.656
O 13.362 9.072 24.378 0.101 -0.042 0.117
O 9.688 13.985 29.786 -0.374 0.426 0.071
O 60.193 10.589 32.245 0.094 -0.144 -0.217
O 35.157 8.829 33.026 -0.057 -0.079 -0.368
O 63.555 14.389 29.97 0.015 0.3 0.044
O 25.852 15.129 27.721 0.619 0.171 0.123
O 2.442 3.622 32.805 -0.018 -0.168 -0.31
O 38.544 12.372 26.403 -0.146 0.143 -0.646
O 54.637 12.794 27.933 -0.034 -0.029 0.404
O 57.811 2.351 28.855 -0.121 -0.139 0.244
O 58.689 9.351 23.161 -0.05 -0.043 -0.443
O 31.566 3.556 25.139 0.322 0.304 -0.069
O 15.623 7.463 27.397 0.268 0.019 0.568
O 32.118 8.713 29.589 0.365 0.058 0.505
O 21.187 13.889 29.774 0.156 0.367 0.168
O 10.628 13.278 25.32 0.421 0.216 0.511
O 50.119 2.21 27.503 -0.263 0.157 -0.061
O 36.617 10.85 30.942 0.132 0.261 0.126
O 14.052 8.024 29.387 -0.079 0.411 0.536
O 5.729 1.454 29.939 0.49 0.024 0.098
O 14.108 16.12 25.127 -0.198 0.095 0.266
O 43.384 7.74 28.526 -0.022 0.288 0.581
O 60.643 15.144 24.988 -0.069 0.135 0.352
O 21.637 10.235 26.282 0.3 0.032 -0.068
O 33.293 14.88 29.489 0.18 0.298 -0.34
O 32.749 6.043 29.259 -0.073 0.127 0.307
O 21.885 0.651 25.605 0.379 0.261 -0.196
O 64.914 10.012 27.229 -0.165 0.464 0.436

Results
total energy: -406614.523 eV
total energy less fixed offsets of O -438.35, Si -107.03 eV per atom: -1.723 eV
